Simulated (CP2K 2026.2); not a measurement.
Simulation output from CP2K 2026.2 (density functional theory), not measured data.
Periodic cell of 3024 atoms, Si2160O864, from a study of silicon, its oxide and their interface. The atomic structure is a simulated model.
Doubt: the forces sum to 4.79 eV/angstrom along one axis rather than to zero, so they err by at least 0.0016 eV/angstrom per atom on average; the grid cutoff is modest.

Settings: functional PBE; method Gaussian and plane waves; basis set DZVP-MOLOPT-SR-GTH; pseudopotentials GTH-PBE; grid cutoff 300 Ry, relative cutoff 40 Ry; k points Gamma only; occupations fixed; spin none; net charge 0.

Cell vectors (angstrom)
a 97.92 0 0
b 0 16.32 0
c 6.2018 -4.1123 33.7554

Atoms: element, x, y, z (angstrom)
Si 1.08 -1.011 0.422
Si -12.368 1.707 0.361
Si -14.685 3.782 0.313
Si -12.48 6.985 0.131
Si -14.528 9.392 0.145
Si -11.94 -4.282 0.205
Si -9.176 -1.455 0.252
Si -7.062 1.697 0.193
Si -9.324 3.887 0.252
Si -6.6 6.649 0.12
Si -9.74 9.857 0.312
Si -7.026 -3.679 0.302
Si -3.744 -1.423 0.33
Si -1.206 1.092 0.35
Si -4.35 4.435 0.206
Si -1.893 6.941 -0.109
Si -3.818 -6.862 0.006
Si -1.619 -3.735 0.108
Si -13.553 0.043 1.566
Si -10.84 2.825 1.693
Si -13.594 5.467 1.559
Si -10.885 8.165 1.483
Si -13.462 10.892 1.587
Si -10.813 -2.644 1.483
Si -8.091 0.105 1.589
Si -5.437 2.791 1.473
Si -8.144 5.505 1.484
Si -5.442 8.307 1.354
Si -8.18 11.041 1.592
Si -5.425 -2.54 1.547
Si -2.645 -0.003 1.794
Si -0.155 2.837 1.507
Si -2.864 5.597 1.557
Si -0.134 8.066 1.233
Si -2.686 -5.373 1.418
Si -0.073 -2.668 1.551
Si 1.294 1.524 2.909
Si -12.202 4.2 2.987
Si 1.179 6.909 2.865
Si -12.171 9.503 2.955
Si 1.372 -4.051 2.767
Si -12.185 -1.333 2.884
Si -9.499 1.395 2.968
Si -6.781 4.156 2.877
Si -9.497 6.852 2.855
Si -6.785 9.607 2.81
Si -9.519 12.364 2.967
Si -6.735 -1.216 2.965
Si -4.092 1.459 2.898
Si -1.47 4.213 2.856
Si -4.158 6.996 2.88
Si -1.325 -6.775 2.72
Si -4.079 -4.026 2.817
Si -1.318 -1.377 3.071
Si 0.03 0.097 4.291
Si -13.558 2.765 4.303
Si -0.081 5.52 4.235
Si -13.556 8.163 4.309
Si 0.017 -5.41 4.132
Si -13.496 -2.703 4.304
Si -10.855 0.021 4.294
Si -8.122 2.793 4.273
Si -10.82 5.534 4.308
Si -8.13 8.234 4.199
Si -10.834 10.923 4.297
Si -8.122 -2.609 4.288
Si -5.403 0.122 4.316
Si -2.755 2.832 4.245
Si -5.452 5.552 4.235
Si -2.711 8.294 4.188
Si -5.43 -5.369 4.202
Si -2.752 -2.725 4.29
Si 1.442 -1.232 16.385
Si -12.189 1.382 16.492
Si 1.446 4.181 16.434
Si -12.199 6.846 16.397
Si 1.495 -6.672 16.417
Si -12.16 -3.973 16.488
Si -9.423 -1.313 16.565
Si -6.703 1.439 16.498
Si -9.453 4.128 16.47
Si -6.668 6.92 16.479
Si -9.402 9.631 16.472
Si -6.696 -3.966 16.531
Si -3.974 -1.238 16.521
Si -1.249 1.498 16.473
Si -3.975 4.194 16.491
Si -1.229 6.932 16.438
Si -4.003 9.624 16.491
Si -1.237 -3.954 16.438
Si 2.765 0.141 17.745
Si -10.781 2.717 17.824
Si 2.852 5.526 17.747
Si -10.82 8.233 17.699
Si 2.854 -5.271 17.746
Si -10.773 -2.686 17.949
Si -8.017 0.062 17.896
Si -5.356 2.826 17.842
Si -8.055 5.527 17.746
Si -5.367 8.3 17.914
Si -8.037 10.974 17.892
Si -5.338 -2.593 17.902
Si -2.591 0.148 17.851
Si 0.094 2.865 17.862
Si -2.605 5.609 17.803
Si 0.195 -8.071 17.79
Si -2.583 -5.333 17.774
Si 0.135 -2.588 17.789
Si 1.463 1.477 19.21
Si -12.209 4.088 19.061
Si 1.591 6.881 19.157
Si -12.188 9.627 18.973
Si 1.535 -3.906 19.153
Si -12.206 -1.292 19.209
Si -9.365 1.421 19.242
Si -6.725 4.223 19.167
Si -9.444 6.888 19.027
Si -6.75 9.632 19.348
Si -9.359 -4.07 19.349
Si -6.667 -1.242 19.351
Si -3.969 1.506 19.211
Si -1.256 4.303 19.189
Si -3.922 6.966 19.205
Si -1.16 -6.67 19.083
Si -3.932 -3.998 19.156
Si -1.191 -1.222 19.169
Si 0.074 0.13 20.625
Si 2.885 2.813 20.589
Si 0.209 5.576 20.564
Si 2.996 8.272 20.464
Si 0.221 -5.326 20.444
Si 2.822 -2.53 20.583
Si -10.776 0.052 20.559
Si -8.014 2.862 20.607
Si -10.776 5.467 20.274
Si -8.314 8.233 20.57
Si -10.868 10.788 20.521
Si -7.964 -2.669 20.779
Si -5.219 0.139 20.687
Si -2.724 3.029 20.513
Si -5.395 5.658 20.483
Si -2.459 -8.009 20.496
Si -5.213 -5.342 20.622
Si -2.527 -2.622 20.459
Si 1.709 -0.938 21.997
Si 4.016 1.235 21.958
Si 1.186 3.832 21.833
Si 4.765 7.305 21.713
Si 1.407 -6.9 21.719
Si 4.516 -3.733 21.703
Si -9.763 -1.626 21.926
Si -6.373 1.781 21.933
Si -9.677 4.057 21.792
Si -6.75 7.064 21.789
Si -10.103 9.054 21.961
Si -6.192 -3.719 22.016
Si -3.952 -1.483 21.914
Si -1.262 1.752 21.745
Si -4.313 4.171 21.903
Si -0.849 7.24 21.826
Si -3.442 -6.374 21.835
Si -1.281 -4.114 21.758
Si -2.657 -2.621 -4.964
Si -11.761 4.662 -4.95
Si -1.283 6.01 24.669
Si 1.23 3.05 -5.453
Si -5.85 1.307 -2.682
Si -17.029 -3.144 -3.73
Si -7.098 -0.869 -4.591
Si -3.117 0.556 -1.844
Si -0.125 0.875 25.766
Si -5.406 -4.702 -7.175
Si -5.108 -7.694 23.793
Si -8.472 5.785 24.073
Si -2.497 0.187 24.134
Si -4.034 -3.268 26.365
Si -9.578 7.531 -3.911
Si -7.615 5.752 -5.176
Si 6.455 4.72 25.967
Si 0.552 -2.928 24.056
Si -4.16 5.772 24.66
Si -7.163 0.914 -6.969
Si -7.084 1.358 24.928
Si -5.646 -3.492 -4.488
Si -13.219 -2.293 -1.671
Si 4.409 6.588 24.6
Si -9.864 0.865 26.23
Si -6.555 4.295 25.976
Si -9.791 0.543 -4.394
Si -6.127 -5.041 24.862
Si -12.373 7.703 -4.883
Si -9.719 -7.756 24.901
Si -17.02 0.418 -6.954
Si -0.064 7.837 -4.964
Si -7.684 2.748 -4.501
Si -14.663 -1.6 -7.178
Si -14.559 -1.41 -4.171
Si -11.036 -0.068 -1.687
Si -18.126 -3.704 -6.626
Si -1.79 3.204 -4.824
Si -4.924 6.092 -4.13
Si -4.723 -0.233 26.116
Si 0.969 -6.456 -2.947
Si 2.843 -5.117 23.879
Si -0.581 -3.791 -2.845
Si -14.647 4.051 -4.983
Si -7.815 -7.675 -1.906
Si -2.818 7.19 -5.72
Si -10.84 5.417 -2.081
Si 2.419 5.174 26.389
Si -3.898 4.558 -6.401
Si 3.711 -6.21 -4.406
Si -5.636 -5.391 -1.965
Si 2.785 5.015 -1.9
Si 0.593 3.641 24.627
Si -1.55 0.067 -4.304
Si 17.462 -0.931 0.283
Si 3.71 1.666 0.246
Si 1.539 4.003 0.448
Si 3.668 6.938 0.183
Si 1.526 -7.088 0.062
Si 4.24 -4.439 -0.002
Si 6.998 -1.462 -0.036
Si 9.419 2.003 0.047
Si 7.038 4.116 -0.057
Si 9.82 6.73 -0.262
Si 6.593 9.788 0.121
Si 9.143 -3.75 0.182
Si 12.307 -1.449 -0.152
Si 15.224 1.181 0.191
Si 12.101 4.505 -0.156
Si 14.804 7.085 0.045
Si 12.62 -6.948 -0.12
Si 14.652 -3.608 -0.065
Si 2.677 0.12 1.633
Si 5.418 2.921 1.281
Si 2.655 5.55 1.751
Si 5.391 8.149 1.301
Si 2.66 -5.475 1.386
Si 5.343 -2.649 1.224
Si 8.241 0.172 1.159
Si 11.001 3.011 1.377
Si 8.246 5.659 1.217
Si 10.924 8.293 1.147
Si 8.063 -5.335 1.49
Si 10.843 -2.601 1.306
Si 13.524 0.037 1.303
Si 16.35 2.791 1.462
Si 13.593 5.571 1.32
Si 16.371 8.263 1.294
Si 13.626 -5.299 1.233
Si 16.242 -2.597 1.344
Si 17.606 1.516 2.987
Si 4.157 4.176 2.853
Si 17.673 6.85 2.701
Si 4.053 9.522 2.742
Si 17.618 -3.984 2.688
Si 4.095 -1.329 2.755
Si 6.822 1.491 2.582
Si 9.543 4.299 2.692
Si 6.838 6.898 2.655
Si 9.556 -6.727 2.628
Si 6.681 -3.937 2.749
Si 9.52 -1.182 2.64
Si 12.255 1.488 2.662
Si 14.932 4.187 2.693
Si 12.224 6.954 2.647
Si 15.008 -6.648 2.631
Si 12.211 -4.007 2.635
Si 14.881 -1.275 2.742
Si 16.225 0.066 4.171
Si 2.738 2.847 4.196
Si 16.296 5.53 4.073
Si 2.661 8.244 4.143
Si 16.312 -5.347 4.079
Si 2.728 -2.666 4.129
Si 5.487 0.111 4.024
Si 8.176 2.849 3.995
Si 5.528 5.562 4.117
Si 8.185 -8.054 4.023
Si 5.386 -5.367 4.099
Si 8.142 -2.567 4.017
Si 10.876 0.142 4.033
Si 13.604 2.811 4.064
Si 10.892 5.617 4.073
Si 13.617 8.304 3.993
Si 10.879 -5.357 4.018
Si 13.554 -2.668 4.063
Si 17.741 -1.356 16.351
Si 4.154 1.495 16.4
Si 17.714 4.167 16.347
Si 4.193 6.91 16.383
Si 17.734 -6.673 16.43
Si 4.191 -3.942 16.354
Si 6.84 -1.239 16.3
Si 9.581 1.516 16.286
Si 6.881 4.222 16.377
Si 9.619 6.93 16.304
Si 6.878 -6.676 16.282
Si 9.616 -3.975 16.295
Si 12.322 -1.232 16.264
Si 14.984 1.403 16.276
Si 12.301 4.196 16.251
Si 14.998 6.89 16.412
Si 12.324 9.586 16.359
Si 15.064 -4.026 16.33
Si 19.05 0.037 17.709
Si 5.518 2.871 17.757
Si 19.108 5.531 17.684
Si 5.567 8.309 17.686
Si 19.068 -5.363 17.93
Si 5.536 -2.583 17.724
Si 8.171 0.176 17.588
Si 10.981 2.859 17.618
Si 8.303 5.584 17.685
Si 10.946 8.253 17.732
Si 8.255 -5.345 17.62
Si 10.968 -2.563 17.6
Si 13.708 0.019 17.688
Si 16.272 2.809 17.615
Si 13.604 5.481 17.714
Si 16.343 -8.008 17.759
Si 13.74 -5.399 17.681
Si 16.44 -2.747 17.747
Si 17.557 1.4 18.922
Si 4.188 4.224 19.171
Si 17.749 6.928 19.012
Si 4.237 -6.636 19.056
Si 17.679 -4.013 19.356
Si 4.112 -1.234 19.067
Si 6.866 1.47 19.063
Si 9.658 4.195 19.03
Si 7.003 7.019 19.021
Si 9.587 -6.642 19.045
Si 6.996 -3.947 18.992
Si 9.561 -1.154 18.861
Si 12.362 1.489 18.925
Si 14.935 4.084 19.073
Si 12.248 6.818 19.09
Si 15 -6.696 19.238
Si 12.395 -3.936 18.87
Si 15.079 -1.408 19.058
Si 16.269 0.072 20.407
Si 19.017 2.771 20.06
Si 16.287 5.58 20.234
Si 19.066 8.17 20.563
Si 16.335 -5.394 20.832
Si 18.994 -2.507 20.657
Si 5.444 0.145 20.395
Si 8.312 2.792 20.341
Si 5.67 5.638 20.341
Si 8.283 8.393 20.522
Si 5.628 -5.258 20.353
Si 8.321 -2.488 20.284
Si 10.936 0.172 20.171
Si 13.625 2.69 20.504
Si 10.929 5.511 20.546
Si 13.528 -8.134 20.459
Si 10.956 -5.132 20.187
Si 13.735 -2.785 20.416
Si 17.866 -0.739 21.929
Si 20.165 1.363 21.48
Si 17.865 4.329 21.323
Si 20.135 6.466 21.786
Si 17.457 -7.177 22.013
Si 20.614 -3.628 21.927
Si 6.635 -1.466 21.535
Si 9.876 1.632 21.663
Si 7.16 4.361 21.602
Si 9.267 6.676 21.797
Si 6.808 -6.601 21.864
Si 10.078 -3.393 21.53
Si 12.291 -1.266 21.351
Si 14.514 0.883 21.796
Si 12.066 3.834 21.806
Si 15.145 7.004 21.704
Si 12.204 -6.51 21.527
Si 14.5 -4.402 22.096
Si 19.327 -3.979 24.834
Si 3.28 -7.255 25.846
Si 9.004 -2.863 -7.231
Si 19.002 -0.246 -6.624
Si 10.7 -0.616 -2.876
Si 6.105 -1.618 -2.926
Si 9.217 5.276 -6.778
Si 13.875 2.822 -2.199
Si 13.266 5.969 -4.692
Si 9.777 -4.91 -2.667
Si 7.98 -5.919 -7.014
Si 13.521 -4.643 24.993
Si 10.123 -8.051 -7.233
Si 6.324 4.273 -5.931
Si 9.551 4.963 26.344
Si 17.567 3.303 24.036
Si 12.453 -7.724 -5.246
Si 12.961 2.246 -6.88
Si 10.96 -6.429 24.32
Si 17.992 -6.512 25.069
Si 13.302 5.709 23.811
Si 8.791 -2.606 -4.116
Si 3.927 -3.626 -2.883
Si 20.676 -6.087 26.348
Si 6.062 2.501 23.98
Si 10.771 7.106 24.373
Si 6.869 3.641 -2.91
Si 5.538 1.391 -7.12
Si 1.681 -1.728 -2.354
Si 8.735 -2.248 25.659
Si -2.839 4.956 -2.255
Si 18.041 4.658 -2.709
Si 1.438 0.409 -4.229
Si 8.098 0.185 23.786
Si 4.235 0.235 -4.688
Si 4.317 2.263 -2.515
Si 8.508 -4.784 23.919
Si 11.218 3.802 -5.077
Si 6.473 -7.439 -4.753
Si 4.782 6.777 -6.179
Si 20.57 3.206 23.963
Si 15.079 6.302 -7.097
Si 17.77 -7.668 -2.895
Si 9.655 2.137 -2.909
Si 8.397 -7.637 -2.299
Si 15.095 -4.214 -2.989
Si 2.279 5.85 -4.726
Si 14.958 -1.587 -4.259
Si 15.229 -7.075 -6.594
Si 13.025 0.67 -4.212
Si 12.405 -5.71 -3.041
Si 15.77 6.571 -2.85
Si 16.373 2.682 -3.872
Si 16.406 0.578 24.161
Si 34.068 -1.473 -0.159
Si 20.04 1.474 0.242
Si 18.037 3.838 0.205
Si 20.309 7.086 0.226
Si 18.007 -6.979 -0.021
Si 20.56 -4.376 0.113
Si 23.447 -1.794 0.028
Si 25.262 1.561 -0.157
Si 23.074 3.894 0.158
Si 25.845 6.646 -0.099
Si 22.881 9.829 0.173
Si 25.714 -3.987 0.266
Si 28.65 -1.757 -0.139
Si 30.968 1.244 0.053
Si 28.132 4.503 -0.155
Si 31.079 6.882 0.291
Si 28.91 -7.23 -0.056
Si 30.828 -4.04 -0.129
Si 18.919 0.117 1.728
Si 21.651 2.645 1.474
Si 19.137 5.457 1.463
Si 21.811 8.247 1.519
Si 18.979 -5.408 1.424
Si 21.705 -2.713 1.309
Si 24.405 -0.063 1.312
Si 27.067 2.699 1.017
Si 24.331 5.507 1.305
Si 27.132 8.131 1.228
Si 24.443 -5.443 1.522
Si 27.192 -2.704 1.445
Si 29.727 -0.197 1.316
Si 32.398 2.793 1.182
Si 29.657 5.442 1.407
Si 32.537 8.28 1.411
Si 29.818 -5.54 1.34
Si 32.465 -2.754 1.067
Si 33.84 1.452 2.51
Si 20.421 4.099 2.853
Si 33.879 6.852 2.688
Si 20.352 9.572 2.811
Si 33.782 -4.031 2.612
Si 20.4 -1.352 2.759
Si 23.062 1.275 2.739
Si 25.751 4.044 2.556
Si 23.128 6.836 2.8
Si 25.84 9.465 2.714
Si 23.056 -4.018 2.78
Si 25.824 -1.299 2.728
Si 28.393 1.351 2.518
Si 31.068 4.047 2.659
Si 28.377 6.826 2.752
Si 31.193 -6.741 2.775
Si 28.496 -4.158 2.723
Si 31.187 -1.468 2.606
Si 32.532 0.006 3.892
Si 19.035 2.833 4.249
Si 32.49 5.441 3.973
Si 19.009 8.184 4.118
Si 32.541 -5.377 4.079
Si 19.01 -2.688 4.087
Si 21.729 -0.011 4.148
Si 24.441 2.713 4.015
Si 21.779 5.475 4.159
Si 24.495 8.164 4.132
Si 21.717 -5.383 4.145
Si 24.45 -2.663 4.09
Si 27.144 0.072 4.052
Si 29.751 2.662 3.979
Si 27.055 5.396 4.041
Si 29.808 8.174 4.062
Si 27.136 -5.465 4.096
Si 29.874 -2.781 4.043
Si 34.039 -1.345 16.316
Si 20.417 1.397 16.342
Si 34.036 4.035 16.259
Si 20.44 6.904 16.352
Si 34.024 -6.829 16.235
Si 20.375 -4.052 16.421
Si 23.117 -1.354 16.351
Si 25.91 1.409 16.342
Si 23.189 4.126 16.318
Si 25.884 6.806 16.295
Si 23.125 -6.78 16.376
Si 25.857 -4.054 16.338
Si 28.611 -1.335 16.316
Si 31.349 1.359 16.363
Si 28.674 4.07 16.364
Si 31.308 6.788 16.294
Si 28.641 9.509 16.257
Si 31.358 -4.089 16.267
Si 35.397 0.058 17.667
Si 21.844 2.737 17.644
Si 35.399 5.372 17.609
Si 21.756 8.229 17.803
Si 35.38 -5.423 17.532
Si 21.723 -2.675 17.749
Si 24.512 0.028 17.634
Si 27.325 2.716 17.734
Si 24.5 5.519 17.695
Si 27.317 8.121 17.599
Si 24.487 -5.412 17.702
Si 27.239 -2.682 17.666
Si 29.988 -0.022 17.717
Si 32.73 2.72 17.732
Si 30.026 5.44 17.756
Si 32.677 -8.183 17.632
Si 30.04 -5.493 17.606
Si 32.683 -2.736 17.676
Si 34.055 1.393 19.186
Si 20.526 4.137 18.957
Si 34.02 6.734 18.958
Si 20.474 -6.728 19.296
Si 34.078 -4.104 18.99
Si 20.398 -1.275 19.155
Si 23.173 1.353 19.018
Si 25.959 4.197 18.964
Si 23.099 6.827 19.133
Si 25.923 -6.867 18.885
Si 23.068 -4.072 19.083
Si 25.847 -1.299 19.012
Si 28.671 1.303 19.15
Si 31.451 4.122 19.149
Si 28.642 6.832 19.076
Si 31.376 -6.821 19.058
Si 28.676 -4.103 18.879
Si 31.307 -1.428 19.093
Si 32.677 -0.129 20.501
Si 35.508 2.809 20.55
Si 32.814 5.487 20.604
Si 35.419 8.158 20.141
Si 32.788 -5.467 20.429
Si 35.562 -2.724 20.164
Si 21.853 0.062 20.503
Si 24.663 2.707 20.18
Si 21.825 5.344 20.541
Si 24.542 8.272 20.338
Si 21.83 -5.326 20.708
Si 24.437 -2.645 20.319
Si 27.243 -0.12 20.495
Si 30.071 2.749 20.461
Si 27.216 5.577 20.453
Si 29.989 -8.164 20.475
Si 27.279 -5.468 20.129
Si 29.953 -2.865 20.412
Si 34.478 -1.25 21.588
Si 36.634 1.07 21.719
Si 34.663 4.629 21.928
Si 36.843 6.834 21.386
Si 33.954 -7.137 21.636
Si 37.146 -3.876 21.448
Si 23.001 -1.565 21.859
Si 26.184 1.645 21.619
Si 23.582 4.11 21.651
Si 25.504 6.675 21.774
Si 23.726 -6.352 21.793
Si 25.874 -4.117 21.368
Si 28.147 -1.993 21.66
Si 31.503 1.443 21.836
Si 28.384 3.937 21.626
Si 31.583 7.088 21.894
Si 28.755 -6.501 21.594
Si 31.157 -4.421 21.769
Si 34.56 -6.581 24.577
Si 28.44 -7.174 24.453
Si 30.244 6.776 24.796
Si 32.88 3.262 -2.593
Si 27.823 1.788 -3.689
Si 24.028 -1.634 -2.878
Si 29.729 -4.834 25.529
Si 29.815 2.993 -1.916
Si 27.069 3.629 -5.918
Si 22.467 -3.939 -4.36
Si 18.071 -6.409 -5.718
Si 21.48 -2.03 -6.684
Si 30.643 2.006 24.636
Si 28.94 -2.116 24.532
Si 21.546 7.159 -5.402
Si 33.296 2.797 23.81
Si 31.268 -5.986 -7.213
Si 34.636 -2.314 24.458
Si 28.713 4.298 24.646
Si 32.428 -4.364 24.698
Si 23.828 -0.518 24.717
Si 25.693 -5.347 -6.459
Si 20.056 -3.262 -2.663
Si 39.479 -5.719 24.554
Si 21.54 6.061 24.334
Si 17.754 -3.79 -4.649
Si 22.894 3.636 -2.664
Si 23.612 -6.643 26.288
Si 20.145 6.607 -2.658
Si 24.083 7.897 24.027
Si 24.419 2.227 23.96
Si 34.831 7.012 -5.197
Si 25.949 4.016 26.127
Si 15.747 3.516 -6.8
Si 17.442 -0.037 -3.963
Si 19.576 -0.613 -1.838
Si 26.394 -1.492 26.276
Si 24.174 1.145 -3.021
Si 23.616 -6.921 -4.91
Si 30.708 -0.541 26.367
Si 34.114 -4.611 -4.39
Si 40.071 -0.703 24.591
Si 27.452 -3.866 -4.587
Si 25.608 3.44 -3.594
Si 24.692 -7.659 -2.147
Si 32.349 -5.589 -2.351
Si 22.067 4.171 -5.58
Si 28.465 -4.906 -7.121
Si 34.874 0.646 25.629
Si 32.917 -0.657 -5.197
Si 27.142 -5.662 -2.036
Si 32.781 -7.18 -4.745
Si 37.691 1.397 24.724
Si 27.151 -1.247 -2.937
Si 50.44 -1.29 -0.001
Si 36.747 1.215 -0.269
Si 33.269 4.655 -0.072
Si 36.205 7.183 -0.087
Si 34.04 -6.857 0.024
Si 36.223 -3.736 0.084
Si 38.879 -1.124 -0.183
Si 41.733 1.604 -0.116
Si 39.521 3.795 -0.146
Si 41.976 6.839 -0.527
Si 39.747 9.144 -0.387
Si 42.517 -4.343 -0.079
Si 45.45 -1.931 -0.453
Si 47.222 1.666 -0.165
Si 44.938 3.839 -0.065
Si 47.566 6.648 -0.259
Si 44.772 -6.466 -0.229
Si 47.624 -4.08 0.207
Si 35.201 0.1 1.154
Si 37.912 2.703 1.144
Si 35.088 5.544 1.173
Si 38.027 8.191 1.029
Si 35.207 -5.377 1.37
Si 37.896 -2.659 1.268
Si 40.606 -0.059 1.067
Si 43.356 2.676 1.19
Si 40.768 5.416 0.997
Si 43.531 8.099 0.857
Si 40.783 -5.528 0.994
Si 43.707 -2.752 1.085
Si 46.224 -0.125 0.982
Si 49.032 2.787 0.857
Si 46.152 5.422 1.144
Si 48.779 8.21 1.068
Si 46.156 -5.44 1.365
Si 49.04 -2.649 1.316
Si 50.404 1.369 2.281
Si 36.524 4.106 2.438
Si 50.246 6.841 2.424
Si 36.714 9.546 2.516
Si 50.363 -4.082 2.6
Si 36.539 -1.276 2.594
Si 39.281 1.314 2.504
Si 42.055 4.105 2.494
Si 39.348 6.757 2.379
Si 42.138 9.422 2.359
Si 39.382 -4.13 2.386
Si 42.134 -1.403 2.321
Si 44.782 1.21 2.378
Si 47.637 4.047 2.373
Si 44.781 6.804 2.415
Si 47.507 -6.876 2.587
Si 44.846 -4.045 2.652
Si 47.574 -1.31 2.527
Si 49 0.06 3.752
Si 35.234 2.752 3.885
Si 48.92 5.416 3.778
Si 35.335 8.197 3.93
Si 48.933 -5.487 3.861
Si 35.201 -2.681 3.927
Si 37.956 0.012 3.93
Si 40.677 2.708 3.814
Si 37.965 5.43 3.783
Si 40.734 8.111 3.759
Si 38.046 -5.418 3.859
Si 40.763 -2.762 3.727
Si 43.42 -0.063 3.789
Si 46.21 2.642 3.684
Si 43.445 5.445 3.812
Si 46.125 8.088 3.87
Si 43.418 -5.501 3.823
Si 46.246 -2.695 3.917
Si 50.288 -1.455 15.981
Si 36.742 1.339 16.214
Si 50.276 3.973 16.04
Si 36.739 6.75 16.22
Si 50.265 -6.9 15.988
Si 36.761 -4.081 16.187
Si 39.438 -1.406 16.101
Si 42.102 1.331 16.033
Si 39.444 4.04 16.171
Si 42.156 6.757 16.115
Si 39.453 -6.838 16.135
Si 42.132 -4.157 16.054
Si 44.848 -1.472 15.971
Si 47.566 1.28 15.98
Si 44.833 4.038 16.02
Si 47.542 6.688 16.022
Si 44.807 9.411 16.021
Si 47.569 -4.165 15.957
Si 51.574 -0.099 17.408
Si 38.14 2.658 17.575
Si 51.618 5.329 17.424
Si 38.122 8.139 17.524
Si 51.608 -5.565 17.375
Si 38.19 -2.781 17.541
Si 40.749 0.011 17.421
Si 43.444 2.707 17.355
Si 40.837 5.393 17.505
Si 43.472 8.131 17.511
Si 40.854 -5.523 17.494
Si 43.466 -2.763 17.365
Si 46.26 -0.158 17.278
Si 48.911 2.608 17.38
Si 46.199 5.341 17.415
Si 48.926 -8.269 17.331
Si 46.203 -5.535 17.268
Si 48.966 -2.847 17.309
Si 50.154 1.205 18.809
Si 36.78 3.987 18.938
Si 50.243 6.717 18.756
Si 36.758 -6.772 18.832
Si 50.284 -4.185 18.727
Si 36.871 -1.346 18.844
Si 39.515 1.312 18.964
Si 42.159 4.001 18.891
Si 39.541 6.812 18.867
Si 42.135 -6.84 18.989
Si 39.586 -4.174 18.911
Si 42.104 -1.348 18.702
Si 44.844 1.237 18.475
Si 47.575 3.958 18.753
Si 44.869 6.735 18.772
Si 47.578 -6.863 18.614
Si 44.82 -4.219 18.599
Si 47.641 -1.504 18.658
Si 48.847 -0.239 20.238
Si 51.572 2.568 20.089
Si 48.876 5.367 20.13
Si 51.562 8.077 20.196
Si 48.898 -5.541 20.025
Si 51.624 -2.82 20.081
Si 38.18 -0.058 20.33
Si 40.845 2.64 20.406
Si 38.176 5.413 20.133
Si 40.8 8.097 20.439
Si 38.184 -5.562 20.235
Si 40.931 -2.689 20.203
Si 43.507 0.035 19.933
Si 46.211 2.416 19.874
Si 43.585 5.386 20.184
Si 46.276 -8.195 20.01
Si 43.591 -5.422 20.199
Si 46.216 -2.883 19.846
Si 50.53 -1.345 21.533
Si 52.739 0.925 21.293
Si 50.433 4.173 21.388
Si 52.645 6.412 21.456
Si 49.987 -7.026 21.473
Si 53.288 -3.868 21.321
Si 39.37 -1.637 21.63
Si 42.684 1.583 21.526
Si 39.616 4.316 21.598
Si 41.997 6.409 21.614
Si 39.02 -7.221 21.735
Si 42.722 -3.582 21.433
Si 44.885 -1.437 21.038
Si 47.02 0.755 21.355
Si 44.886 3.725 21.193
Si 47.806 7.054 21.404
Si 45.181 -6.684 21.392
Si 47.277 -4.401 21.244
Si -47.682 -5.763 24.336
Si 32.741 -3.237 -6.671
Si 40.189 -6.299 -5.355
Si -48.499 1.632 -4.473
Si 45.053 -0.891 -3.493
Si 41.861 -2.81 -2.697
Si 48.059 -0.928 -4.211
Si 46.653 -7.722 -2.475
Si 40.478 4.9 -5.148
Si 41.936 7.68 -5.293
Si 38.479 4.238 -3.01
Si 44.051 -7.212 24.192
Si 45.362 1.442 25.929
Si 47.794 -3.865 24.131
Si 36.985 6.779 -3.068
Si 47.872 1.122 24.221
Si -43.215 -6.793 24.433
Si -47.306 -5.776 -5.42
Si 46.245 5.324 23.384
Si -48.377 -1.535 24.432
Si 41.743 4 25.694
Si 43.336 -2.916 -4.964
Si 36.746 -4.542 -2.84
Si -45.036 -4.213 24.347
Si 38.815 4.246 24.647
Si 40.849 -3.42 -6.197
Si 43.511 5.004 -2.67
Si 36.664 -4.482 24.344
Si 38.586 -1.459 -5.704
Si 42.288 -4.852 24.202
Si 34.433 3.919 -4.871
Si -44.225 1.227 -3.332
Si 43.409 6.333 24.403
Si 34.071 1.564 -6.848
Si 35.867 -0.222 -5.34
Si 32.692 0.231 -2.338
Si 45.042 -4.679 25.374
Si 46.609 4.221 26.046
Si -47.069 5.636 25.926
Si 42.529 1.148 24.568
Si -48.175 -7.37 -2.832
Si -41.206 -0.484 23.662
Si -48.537 8.173 26.127
Si 42.266 2.711 -4.548
Si 38.324 -6.871 -3.111
Si -44.069 -1.714 -4.209
Si 36.51 2.07 -3.28
Si 44.976 8.226 -5.197
Si 44.494 2.882 -6.491
Si -46.125 -2.904 -2.411
Si 39.064 -2.46 -3.077
Si 47.273 3.222 -5.716
Si 45.311 5.388 -5.227
Si 42.541 0.355 -2.859
Si -31.38 -1.176 0.036
Si 53.648 0.669 -0.37
Si 50.068 4.651 -0.41
Si 53.235 6.483 -0.15
Si 49.778 -6.301 -0.087
Si 53.139 -4.586 -0.297
Si 55.821 -1.53 0.156
Si 58.25 1.087 -0.186
Si 55.535 4.297 -0.504
Si 58.782 6.467 -0.188
Si 55.507 9.653 -0.301
Si 58.112 -3.621 -0.077
Si -36.301 -1.845 0.113
Si -33.607 1.006 -0.035
Si -36.928 4.297 -0.036
Si -34.259 7.051 -0.074
Si -36.351 -6.992 0.104
Si -34.081 -4.096 0.036
Si 51.983 -0.098 1.181
Si 54.478 2.581 0.843
Si 51.645 5.404 1.175
Si 54.404 8.096 1.073
Si 51.582 -5.501 1.188
Si 54.293 -2.97 1.116
Si 57.114 -0.104 1.437
Si -38.165 2.571 1.031
Si 57.119 5.317 0.998
Si -38.023 8.071 1.163
Si 57.066 -5.452 1.04
Si -38.087 -2.771 1.306
Si -35.218 -0.129 1.269
Si -32.446 2.575 1.244
Si -35.347 5.436 1.265
Si -32.56 8.059 1.234
Si -35.179 -5.568 1.476
Si -32.515 -2.832 1.281
Si -31.104 1.253 2.657
Si 53.033 3.887 2.333
Si -31.225 6.611 2.569
Si 52.977 9.394 2.463
Si -31.183 -4.183 2.672
Si 53.115 -1.539 2.579
Si 55.715 1.378 2.521
Si -39.482 3.947 2.441
Si 55.791 6.714 2.393
Si -39.455 9.471 2.408
Si 55.717 -4.221 2.514
Si -39.356 -1.412 2.705
Si -36.708 1.28 2.453
Si -33.906 3.996 2.5
Si -36.7 6.761 2.635
Si -33.811 -6.931 2.739
Si -36.725 -4.205 2.636
Si -33.898 -1.488 2.667
Si -32.522 -0.112 3.988
Si 51.676 2.641 3.781
Si -32.591 5.305 3.957
Si 51.627 8.087 3.843
Si -32.522 -5.527 4.07
Si 51.696 -2.77 3.963
Si 54.425 -0.08 3.864
Si -40.813 2.671 3.884
Si 54.387 5.32 3.704
Si -40.794 8.074 3.785
Si 54.351 -5.569 3.847
Si -40.816 -2.839 3.886
Si -37.993 -0.025 3.959
Si -35.32 2.628 3.829
Si -38.103 5.316 3.847
Si -35.294 8.06 3.998
Si -38.105 -5.584 3.904
Si -35.334 -2.825 3.972
Si -31.413 -1.439 16.201
Si 52.936 1.249 16.037
Si -31.438 4.012 16.247
Si 52.954 6.682 16.04
Si -31.428 -6.969 16.23
Si 52.955 -4.213 15.996
Si 55.686 -1.463 16.052
Si -39.591 1.205 16.023
Si 55.656 3.969 16.049
Si -39.569 6.66 16.1
Si 55.662 -6.962 16.03
Si -39.528 -4.219 16.091
Si -36.846 -1.513 16.056
Si -34.152 1.257 16.217
Si -36.865 3.96 16.127
Si -34.145 6.685 16.151
Si -36.87 9.402 16.166
Si -34.151 -4.224 16.117
Si -30.026 -0.1 17.561
Si 54.303 2.594 17.382
Si -30.177 5.298 17.777
Si 54.284 8.041 17.414
Si -30.105 -5.577 17.577
Si 54.306 -2.852 17.33
Si 57.035 -0.131 17.463
Si -38.29 2.566 17.378
Si 56.972 5.317 17.458
Si -38.237 7.993 17.501
Si 57.052 -5.658 17.379
Si -38.166 -2.853 17.451
Si -35.565 -0.171 17.466
Si -32.83 2.688 17.57
Si -35.538 5.357 17.484
Si -32.776 -8.373 17.577
Si -35.534 -5.518 17.515
Si -32.807 -2.853 17.447
Si -31.353 1.359 18.809
Si 52.969 3.927 18.769
Si -31.642 6.567 19.178
Si 52.907 -6.933 18.772
Si -31.477 -4.157 18.853
Si 52.973 -1.483 18.696
Si 55.643 1.258 18.766
Si 58.297 3.884 18.78
Si 55.601 6.694 18.81
Si 58.333 -6.989 18.869
Si 55.657 -4.284 18.605
Si 58.418 -1.514 18.818
Si -37.028 1.166 18.74
Si -34.279 4.023 18.916
Si -36.894 6.65 18.894
Si -34.138 -6.921 18.76
Si -36.886 -4.162 18.935
Si -34.204 -1.563 18.783
Si -32.789 -0.072 19.845
Si -30.272 2.553 20.568
Si -33.149 5.22 20.633
Si -30.225 7.998 20.393
Si -32.861 -5.537 20.118
Si -30.191 -2.849 20.323
Si 54.382 -0.186 20.072
Si 56.892 2.614 20.209
Si 54.268 5.317 20.17
Si 56.924 8.001 20.256
Si 54.286 -5.537 20.023
Si 57.086 -3.049 19.95
Si 59.628 -0.115 20.29
Si -35.72 2.569 20.024
Si 59.674 5.158 20.171
Si -35.498 -8.199 20.118
Si 59.705 -5.636 20.242
Si -35.503 -2.803 20.339
Si -31.518 -1.206 21.368
Si -29.19 0.823 21.817
Si -32.127 3.404 21.86
Si -28.596 6.902 21.689
Si -31.377 -6.615 21.538
Si -29.049 -4.536 21.526
Si 55.64 -1.841 21.214
Si 58.263 1.36 21.624
Si 55.831 4.243 21.568
Si 58.13 6.347 21.419
Si 55.705 -6.673 21.465
Si 58.058 -4.576 21.482
Si 61.491 -0.959 21.51
Si -34.195 1.23 21.092
Si 60.634 3.453 21.531
Si -34.678 6.756 21.794
Si 61.335 -6.711 21.544
Si -34.372 -4.487 21.553
Si -27.52 -3.104 23.789
Si -44.508 6.759 24.463
Si -36.8 6.412 26.134
Si -30.246 -3.055 -2.184
Si -32.69 -2.83 23.535
Si -37.089 -5.989 -4.553
Si -36.204 -4.863 25.453
Si -35.643 2.305 -1.882
Si -36.514 -0.14 24.329
Si -44.9 -3.959 -6.297
Si -48.053 -2.998 -5.023
Si -37.41 6.488 -6.365
Si -38.044 -0.14 -6.751
Si -34.743 -2.167 25.656
Si -47.881 3.066 24.232
Si -31.594 4.227 24.918
Si -26.67 3.661 24.798
Si -30.273 -2.652 25.023
Si -36.282 2.912 24.279
Si -33.823 -6.329 25.973
Si -45.86 6.108 -5.361
Si -32.705 8.171 23.823
Si 48.997 0.416 -1.965
Si -37.528 -0.098 -1.855
Si -43.236 3.882 24.478
Si -37.361 7.2 23.151
Si -41.356 2.388 -2.599
Si -34.385 4.808 25.921
Si -38.21 3.704 26.44
Si -38.89 -4.261 24.481
Si -45.191 1.572 24.159
Si -33.134 6.691 -2.935
Si -47.301 8.059 -7.11
Si -44.005 -1.108 25.075
Si -38.9 -1.36 25.533
Si -41.581 -1.387 -5.526
Si -46.596 6.391 -2.441
Si -36.579 -0.878 -4.518
Si -39.318 -7.905 -5.172
Si -40.57 -6.328 26.069
Si -31.448 -7.028 -2.949
Si -36.386 3.796 -7.112
Si -30.064 6.607 24.399
Si -40.162 1.338 -5.231
Si -40.264 -7.798 -2.136
Si -35.229 -3.488 -4.843
Si -45.828 2.93 -5.34
Si -28.198 -7.972 26.192
Si -33.269 -6.601 -6.897
Si -35.189 1.884 -4.844
Si -38.25 -5.509 -1.783
Si -35.148 8.059 -4.923
Si -32.975 -4.608 -2.871
Si -32.101 2.396 -5.264
Si -15.179 -1.189 0.395
Si -28.396 1.457 -0.14
Si -30.789 3.535 -0.142
Si -28.654 6.826 -0.04
Si -30.838 -7.172 0.028
Si -28.343 -4.437 -0.005
Si -25.38 -1.819 0.165
Si -23.195 1.488 0.067
Si -25.289 3.866 0.245
Si -22.698 6.339 0.595
Si -26.141 9.662 0.184
Si -23.211 -4.077 0.052
Si -19.912 -1.836 0.254
Si -17.437 0.944 0.328
Si -20.34 4.355 0.325
Si -17.868 7.027 0.608
Si -20.062 9.153 0.415
Si -17.756 -4.063 0.632
Si -29.699 -0.05 1.232
Si -27.003 2.661 1.324
Si -29.805 5.225 1.223
Si -27.157 7.974 1.417
Si -29.803 -5.593 1.407
Si -27.101 -2.895 1.337
Si -24.302 -0.126 1.415
Si -21.554 2.604 1.409
Si -24.254 5.199 1.84
Si -21.648 8.061 1.716
Si -24.444 -5.56 1.415
Si -21.659 -2.896 1.422
Si -18.944 -0.201 1.661
Si -16.299 2.628 1.563
Si -18.992 5.453 1.872
Si -16.178 8.292 1.553
Si -19.014 10.736 1.797
Si -16.227 -2.755 1.78
Si -14.918 1.348 2.983
Si -28.418 3.984 2.679
Si -14.935 6.823 2.931
Si -28.492 9.346 2.797
Si -14.822 -4.123 3.003
Si -28.445 -1.467 2.644
Si -25.729 1.225 2.735
Si -22.882 3.811 3.026
Si -25.749 6.695 2.837
Si -23.108 9.455 2.872
Si -25.779 -4.2 2.798
Si -22.961 -1.463 2.805
Si -20.307 1.251 2.876
Si -17.582 4.001 2.993
Si -20.372 6.751 3.179
Si -17.533 9.487 3.063
Si -20.42 -4.175 2.979
Si -17.614 -1.446 3.112
Si -16.251 -0.015 4.375
Si -29.801 2.629 4.037
Si -16.253 5.425 4.316
Si -29.911 7.976 4.04
Si -16.217 10.883 4.382
Si -29.826 -2.812 4.018
Si -27.126 -0.117 4.072
Si -24.4 2.512 4.223
Si -27.134 5.326 4.129
Si -24.441 8.071 4.216
Si -27.133 -5.58 4.142
Si -24.408 -2.804 4.14
Si -21.677 -0.1 4.236
Si -18.977 2.627 4.288
Si -21.699 5.299 4.409
Si -18.931 8.124 4.402
Si -21.78 -5.523 4.296
Si -19.031 -2.823 4.352
Si -14.968 -1.277 16.516
Si -28.639 1.283 16.297
Si -14.998 4.093 16.447
Si -28.759 6.633 16.365
Si -15 9.562 16.427
Si -28.692 -4.196 16.296
Si -25.972 -1.423 16.377
Si -23.24 1.318 16.466
Si -25.975 3.998 16.438
Si -23.204 6.721 16.522
Si -25.979 -6.906 16.376
Si -23.239 -4.148 16.412
Si -20.509 -1.338 16.455
Si -17.737 1.39 16.541
Si -20.468 4.064 16.549
Si -17.777 6.783 16.472
Si -20.496 9.476 16.506
Si -17.756 12.251 16.49
Si -13.585 0.09 17.884
Si -27.401 2.662 17.776
Si -13.564 5.452 17.699
Si -27.376 8.003 17.661
Si -13.607 -5.353 17.702
Si -27.351 -2.826 17.676
Si -24.679 -0.023 17.78
Si -21.868 2.665 17.857
Si -24.578 5.298 17.84
Si -21.85 8.11 17.905
Si -24.62 -5.538 17.738
Si -21.907 -2.724 17.739
Si -19.188 0.046 17.855
Si -16.367 2.796 17.881
Si -19.101 5.446 17.929
Si -16.434 8.218 17.738
Si -19.153 10.883 17.843
Si -16.388 -2.656 17.798
Si -14.942 1.517 19.231
Si -28.848 3.929 19.188
Si -14.987 6.838 18.92
Si -28.837 -7.009 18.937
Si -14.984 -4.035 19.063
Si -28.77 -1.496 18.993
Si -26.058 1.333 19.168
Si -23.228 3.929 19.284
Si -26.028 6.667 19.064
Si -23.293 9.482 19.186
Si -26.01 -4.192 19.053
Si -23.31 -1.407 19.086
Si -20.539 1.377 19.31
Si -17.723 4.115 19.33
Si -20.484 6.771 19.329
Si -17.781 9.526 19.197
Si -20.585 12.274 19.136
Si -17.817 -1.325 19.139
Si -16.454 0.121 20.375
Si -13.528 2.897 20.612
Si -16.201 5.583 20.464
Si -13.602 8.237 20.139
Si -16.316 -5.37 20.426
Si -13.614 -2.754 20.444
Si -27.529 -0.061 20.379
Si -24.636 2.551 20.667
Si -27.418 5.313 20.439
Si -24.69 8.048 20.44
Si -27.465 -5.617 20.223
Si -24.72 -2.761 20.422
Si -21.976 -0.087 20.53
Si -19.19 2.777 20.734
Si -21.863 5.335 20.653
Si -19.164 8.207 20.697
Si -22.053 10.993 20.522
Si -19.18 -2.698 20.503
Si -14.999 -1.228 21.516
Si -11.829 1.755 21.79
Si -14.427 4.756 21.836
Si -12.232 6.866 21.363
Si -14.974 9.413 21.582
Si -12.011 -3.935 21.733
Si -26.017 -1.26 21.65
Si -23.619 0.789 21.983
Si -25.842 4.214 21.803
Si -23.58 6.448 21.769
Si -26.393 9.152 21.595
Si -23.193 12.618 21.941
Si -20.804 -1.626 21.841
Si -17.627 1.481 21.901
Si -20.439 4.227 22.23
Si -17.241 7.253 21.734
Si -20.408 9.967 21.795
Si -17.985 -4.311 21.7
Si -13.799 -5.156 23.705
Si -23.398 -7.009 26.09
Si -18.249 5.654 23.995
Si -16.365 5.398 -1.64
Si -21.866 -1.311 -4.717
Si -24.094 -3.402 -5.366
Si -17.275 -2.173 25.848
Si -18.952 4.15 -2.551
Si -22.669 4.558 -6.379
Si -26.411 -1.567 -4.771
Si -23.824 6.853 24.632
Si -20.79 -6.21 24.768
Si -19.119 1.556 26.405
Si -19.027 -0.373 24.093
Si -31.289 4.401 -3.089
Si -16.169 3.453 23.818
Si -17.441 -7.692 -3.618
Si -13.16 -0.06 23.515
Si -21.023 3.352 25.149
Si -16.055 -3.136 23.6
Si -22.841 0.866 25.069
Si -19.383 7.745 25.999
Si -29.164 -2.07 -4.986
Si -19.757 -1.088 -6.893
Si -24.481 4.497 26.435
Si -26.861 -6.628 -6.468
Si -24.438 5.803 -1.726
Si -25.81 -7.295 24.451
Si -28.502 5.972 -3.061
Si -30.031 0.605 -6.216
Si -25.403 -0.467 25.639
Si -14.991 6.976 -3.695
Si -29.095 -7.761 -4.784
Si -27.999 0.993 24.807
Si -19.717 -3.889 26.396
Si -26.382 0.012 -2.172
Si -24.748 -3.378 24.711
Si -23.591 3.833 -3.709
Si -24.319 -6.519 -4.916
Si -27.878 2.625 -6.964
Si -16.317 -5.516 -1.806
Si -10.888 -1.421 24.61
Si -21.439 -7.292 -4.553
Si -23.398 0.872 -2.855
Si -24.617 -7.778 -2.297
Si -19.56 -1.512 -2.773
Si -26.447 4.48 -4.875
Si -18.91 -6.608 -6.067
Si -14.489 1.541 25.564
Si -15.711 1.331 -4.22
Si -21.982 -6.18 -1.871
Si -19.604 6.683 -3.997
Si -18.314 6.959 -6.886
Si -18.305 1.292 -2.604
Si 1.419 -1.293 5.551
Si -12.203 1.393 5.652
Si 1.365 4.199 5.545
Si -12.185 6.851 5.685
Si 1.373 9.614 5.541
Si -12.176 12.261 5.684
Si -9.484 -1.295 5.671
Si -6.776 1.458 5.661
Si -9.478 4.142 5.644
Si -6.803 6.884 5.608
Si -9.458 9.572 5.625
Si -6.765 12.311 5.601
Si -4.059 -1.293 5.626
Si -1.37 1.463 5.59
Si -4.088 4.2 5.607
Si -1.399 6.908 5.579
Si -4.058 -6.697 5.58
Si -1.333 -4.07 5.562
Si 17.658 -1.303 5.451
Si 4.115 1.429 5.458
Si 17.643 4.207 5.51
Si 4.094 6.894 5.453
Si 17.664 9.588 5.442
Si 4.074 -4.01 5.501
Si 6.824 -1.228 5.429
Si 9.524 1.496 5.396
Si 6.858 4.175 5.445
Si 9.523 6.932 5.439
Si 6.821 -6.697 5.408
Si 9.51 -3.968 5.362
Si 12.216 -1.259 5.4
Si 14.908 1.461 5.494
Si 12.239 4.198 5.404
Si 14.942 6.918 5.397
Si 12.256 -6.69 5.394
Si 14.942 -3.998 5.434
Si 33.888 -1.32 5.31
Si 20.394 1.391 5.503
Si 33.893 4.084 5.291
Si 20.389 6.843 5.478
Si 33.963 9.538 5.316
Si 20.358 -4.03 5.486
Si 23.11 -1.335 5.493
Si 25.792 1.397 5.431
Si 23.133 4.076 5.454
Si 25.797 6.771 5.479
Si 23.112 9.555 5.453
Si 25.794 12.258 5.427
Si 28.519 -1.349 5.358
Si 31.174 1.33 5.306
Si 28.464 4.062 5.377
Si 31.185 6.8 5.376
Si 28.5 -6.795 5.46
Si 31.204 -4.067 5.464
Si 50.279 -1.361 5.179
Si 36.604 1.391 5.26
Si 50.301 4.035 5.114
Si 36.667 6.783 5.236
Si 50.285 9.458 5.203
Si 36.636 -4.07 5.214
Si 39.383 -1.407 5.155
Si 42.07 1.329 5.141
Si 39.317 4.064 5.175
Si 42.068 6.775 5.176
Si 39.396 9.489 5.171
Si 42.061 12.198 5.164
Si 44.797 -1.376 5.197
Si 47.57 1.347 5.12
Si 44.837 4.015 5.082
Si 47.527 6.716 5.167
Si 44.784 -6.842 5.199
Si 47.576 -4.12 5.218
Si -31.205 -1.468 5.38
Si 52.999 1.263 5.171
Si -31.228 3.971 5.352
Si 53.019 6.673 5.113
Si -31.214 9.388 5.41
Si 53.041 -4.188 5.242
Si -42.14 -1.436 5.228
Si -39.435 1.308 5.242
Si -42.199 4.033 5.182
Si -39.456 6.705 5.184
Si -42.18 9.394 5.175
Si -39.46 12.117 5.243
Si -36.676 -1.434 5.306
Si -33.963 1.271 5.253
Si -36.703 3.974 5.207
Si -33.955 6.666 5.327
Si -36.713 -6.903 5.285
Si -33.971 -4.181 5.343
Si -14.878 -1.375 5.685
Si -28.489 1.254 5.425
Si -14.898 4.099 5.692
Si -28.54 6.671 5.448
Si -14.887 9.505 5.712
Si -28.51 -4.18 5.431
Si -25.787 -1.452 5.486
Si -23.069 1.202 5.617
Si -25.778 3.958 5.495
Si -23.113 6.711 5.621
Si -25.804 9.423 5.557
Si -23.121 12.183 5.606
Si -20.361 -1.42 5.663
Si -17.632 1.326 5.701
Si -20.306 3.972 5.703
Si -17.608 6.741 5.725
Si -20.363 -6.831 5.663
Si -17.633 -4.12 5.709
Si 2.784 0.085 6.872
Si -10.837 2.768 7.003
Si 2.753 5.558 6.863
Si -10.823 8.226 7.016
Si 2.729 -5.341 6.891
Si -10.822 -2.681 7.028
Si -8.128 0.081 7.012
Si -5.414 2.827 6.991
Si -8.131 5.517 6.998
Si -5.41 8.244 6.944
Si -8.107 10.944 6.98
Si -5.42 -2.647 6.978
Si -2.698 0.087 6.959
Si 0.022 2.824 6.912
Si -2.717 5.545 6.963
Si 0.013 8.254 6.904
Si -2.691 -5.372 6.961
Si 0.028 -2.654 6.888
Si 19.02 0.042 6.835
Si 5.473 2.819 6.801
Si 19.034 5.52 6.863
Si 5.462 -8.051 6.797
Si 19.019 -5.396 6.832
Si 5.47 -2.611 6.8
Si 8.185 0.127 6.786
Si 10.889 2.836 6.778
Si 8.197 5.546 6.808
Si 10.902 -8.037 6.78
Si 8.178 -5.326 6.765
Si 10.867 -2.624 6.76
Si 13.561 0.077 6.815
Si 16.304 2.804 6.836
Si 13.608 5.543 6.774
Si 16.305 8.238 6.798
Si 13.599 -5.355 6.794
Si 16.309 -2.658 6.811
Si 35.276 0.02 6.646
Si 21.77 2.746 6.84
Si 35.291 5.441 6.621
Si 21.756 8.203 6.823
Si 35.324 -5.424 6.65
Si 21.74 -2.685 6.838
Si 24.467 0.038 6.825
Si 27.15 2.737 6.799
Si 24.45 5.439 6.848
Si 27.164 8.149 6.814
Si 24.46 10.91 6.817
Si 27.175 -2.699 6.761
Si 29.872 -0.01 6.737
Si 32.554 2.705 6.657
Si 29.847 5.425 6.734
Si 32.594 8.168 6.687
Si 29.863 -5.439 6.809
Si 32.586 -2.68 6.737
Si 51.641 -0.053 6.561
Si 37.989 2.73 6.597
Si 51.653 5.355 6.505
Si 38.038 8.145 6.574
Si 51.647 -5.526 6.572
Si 38.018 -2.73 6.567
Si 40.725 -0.034 6.526
Si 43.461 2.683 6.481
Si 40.707 5.409 6.532
Si 43.425 8.121 6.552
Si 40.72 10.853 6.556
Si 43.439 -2.765 6.528
Si 46.195 -0.012 6.505
Si 48.918 2.693 6.491
Si 46.168 5.351 6.507
Si 48.896 8.085 6.517
Si 46.173 -5.486 6.536
Si 48.931 -2.748 6.545
Si -29.878 -0.103 6.763
Si -43.554 2.639 6.516
Si -29.911 5.316 6.779
Si -43.554 8.033 6.51
Si -29.878 -5.552 6.777
Si -43.523 -2.803 6.566
Si -40.784 -0.085 6.582
Si -38.067 2.645 6.6
Si -40.833 5.37 6.554
Si -38.092 8.031 6.588
Si -40.834 10.753 6.568
Si -38.087 -2.823 6.594
Si -35.316 -0.078 6.651
Si -32.625 2.608 6.671
Si -35.359 5.307 6.627
Si -32.625 8.038 6.718
Si -35.362 -5.544 6.662
Si -32.61 -2.82 6.707
Si -13.545 0.022 7.029
Si -27.164 2.609 6.831
Si -13.539 5.469 7.041
Si -27.203 8.043 6.842
Si -13.544 10.902 7.045
Si -27.169 -2.821 6.821
Si -24.464 -0.131 6.933
Si -21.734 2.61 6.978
Si -24.487 5.334 6.92
Si -21.739 8.089 6.967
Si -24.475 10.799 6.934
Si -21.753 -2.783 6.981
Si -19.008 -0.047 7.025
Si -16.28 2.726 7.032
Si -18.986 5.374 7.051
Si -16.262 8.14 7.057
Si -19.015 -5.477 7.041
Si -16.273 -2.725 7.033
Si 1.407 1.45 8.23
Si -12.188 4.11 8.39
Si 1.399 6.905 8.243
Si -12.181 9.561 8.4
Si 1.386 -3.987 8.265
Si -12.188 -1.329 8.387
Si -9.482 1.426 8.378
Si -6.767 4.169 8.362
Si -9.478 6.861 8.377
Si -6.747 9.593 8.338
Si -9.458 -4.035 8.371
Si -6.763 -1.286 8.351
Si -4.046 1.451 8.325
Si -1.324 4.183 8.288
Si -4.06 6.897 8.328
Si -1.325 -6.723 8.302
Si -4.035 -3.994 8.319
Si -1.313 -1.282 8.272
Si 17.678 1.434 8.181
Si 4.119 4.175 8.185
Si 17.673 6.892 8.186
Si 4.122 -6.704 8.203
Si 17.67 -4.019 8.177
Si 4.136 -1.272 8.216
Si 6.831 1.47 8.167
Si 9.553 4.19 8.166
Si 6.823 6.906 8.158
Si 9.546 -6.676 8.139
Si 6.834 -3.973 8.156
Si 9.536 -1.253 8.142
Si 12.227 1.461 8.162
Si 14.955 4.184 8.169
Si 12.257 6.906 8.139
Si 14.962 -6.715 8.159
Si 12.241 -3.976 8.133
Si 14.957 -1.277 8.16
Si 33.927 1.362 8.029
Si 20.405 4.127 8.188
Si 33.958 6.793 8.025
Si 20.399 9.569 8.182
Si 33.967 -4.075 8.04
Si 20.396 -1.309 8.192
Si 23.124 1.392 8.204
Si 25.826 4.094 8.193
Si 23.099 6.827 8.189
Si 25.818 9.536 8.167
Si 23.111 -4.048 8.183
Si 25.837 -1.342 8.154
Si 28.532 1.359 8.118
Si 31.235 4.066 8.064
Si 28.54 6.792 8.145
Si 31.26 -6.809 8.106
Si 28.517 -4.058 8.151
Si 31.23 -1.348 8.114
Si 50.256 1.316 7.872
Si 36.647 4.079 7.984
Si 50.274 6.718 7.856
Si 36.684 9.5 7.969
Si 50.281 -4.14 7.894
Si 36.666 -1.368 7.958
Si 39.368 1.331 7.908
Si 42.091 4.034 7.863
Si 39.378 6.77 7.932
Si 42.08 9.489 7.914
Si 39.362 -4.11 7.928
Si 42.084 -1.396 7.893
Si 44.815 1.329 7.864
Si 47.544 4.018 7.87
Si 44.804 6.728 7.864
Si 47.535 -6.87 7.874
Si 44.805 -4.124 7.885
Si 47.534 -1.4 7.873
Si -31.281 1.258 8.076
Si -44.923 3.989 7.876
Si -31.283 6.69 8.108
Si -44.909 9.403 7.885
Si -31.276 -4.186 8.092
Si -44.917 -1.444 7.893
Si -42.191 1.277 7.889
Si -39.467 4.002 7.919
Si -42.201 6.709 7.91
Si -39.466 9.399 7.927
Si -42.182 -4.186 7.917
Si -39.448 -1.462 7.945
Si -36.724 1.27 7.975
Si -34.006 3.963 8.016
Si -36.737 6.677 7.961
Si -34.014 -6.912 8.035
Si -36.738 -4.174 7.983
Si -33.986 -1.448 8.034
Si -14.922 1.367 8.385
Si -28.556 3.969 8.161
Si -14.904 6.805 8.418
Si -28.554 9.42 8.181
Si -14.925 -4.076 8.398
Si -28.547 -1.457 8.157
Si -25.832 1.269 8.237
Si -23.115 3.997 8.29
Si -25.86 6.704 8.241
Si -23.115 9.451 8.304
Si -25.853 -4.161 8.251
Si -23.121 -1.446 8.336
Si -20.385 1.294 8.373
Si -17.637 4.049 8.419
Si -20.391 6.746 8.35
Si -17.654 -6.83 8.394
Si -20.391 -4.115 8.366
Si -17.647 -1.382 8.39
Si 0.053 0.095 9.608
Si -13.565 2.744 9.735
Si 0.053 5.548 9.622
Si -13.552 8.195 9.757
Si 0.037 -5.343 9.638
Si -13.565 -2.691 9.737
Si -10.834 0.049 9.733
Si -8.115 2.794 9.723
Si -10.833 5.49 9.741
Si -8.104 8.234 9.713
Si -10.824 -5.385 9.741
Si -8.106 -2.654 9.716
Si -5.395 0.086 9.693
Si -2.67 2.818 9.659
Si -5.396 5.532 9.703
Si -2.676 8.249 9.673
Si -5.383 -5.358 9.688
Si -2.669 -2.623 9.66
Si 16.323 0.073 9.53
Si 2.766 2.828 9.571
Si 16.334 5.516 9.54
Si 2.766 -8.05 9.586
Si 16.325 -5.377 9.534
Si 2.766 -2.616 9.588
Si 5.49 0.112 9.551
Si 8.189 2.829 9.523
Si 5.476 5.548 9.536
Si 8.195 -8.046 9.503
Si 5.487 -5.329 9.541
Si 8.193 -2.611 9.521
Si 10.89 0.092 9.525
Si 13.608 2.809 9.52
Si 10.916 5.55 9.515
Si 13.62 8.243 9.52
Si 10.908 -5.333 9.514
Si 13.609 -2.642 9.515
Si 32.606 0.012 9.44
Si 19.052 2.774 9.552
Si 32.611 5.431 9.409
Si 19.047 8.221 9.552
Si 32.626 -5.432 9.437
Si 19.041 -2.67 9.539
Si 21.763 0.037 9.559
Si 24.483 2.743 9.566
Si 21.757 5.477 9.565
Si 24.469 8.184 9.54
Si 21.763 -5.403 9.545
Si 24.483 -2.691 9.532
Si 27.199 0.01 9.514
Si 29.906 2.717 9.464
Si 27.196 5.454 9.532
Si 29.912 8.157 9.485
Si 27.178 -5.424 9.526
Si 29.897 -2.709 9.497
Si 48.903 -0.055 9.229
Si 35.304 2.721 9.367
Si 48.909 5.37 9.222
Si 35.332 8.155 9.368
Si 48.903 -5.512 9.226
Si 35.333 -2.716 9.375
Si 38.025 -0.011 9.312
Si 40.741 2.686 9.258
Si 38.024 5.429 9.326
Si 40.735 8.128 9.287
Si 38.032 -5.462 9.329
Si 40.731 -2.748 9.275
Si 43.457 -0.035 9.238
Si 46.179 2.666 9.232
Si 43.447 5.384 9.239
Si 46.172 8.084 9.223
Si 43.453 -5.48 9.256
Si 46.175 -2.768 9.231
Si -32.65 -0.103 9.425
Si -46.294 2.647 9.236
Si -32.672 5.319 9.414
Si -46.292 8.062 9.233
Si -32.664 -5.551 9.415
Si -46.275 -2.8 9.252
Si -43.556 -0.086 9.243
Si -40.834 2.625 9.259
Si -43.568 5.339 9.245
Si -40.84 8.055 9.28
Si -43.558 -5.549 9.25
Si -40.828 -2.828 9.277
Si -38.101 -0.101 9.31
Si -35.383 2.616 9.365
Si -38.117 5.335 9.311
Si -35.397 8.033 9.349
Si -38.118 -5.558 9.299
Si -35.381 -2.817 9.353
Si -16.298 0.005 9.736
Si -29.945 2.608 9.479
Si -16.29 5.441 9.755
Si -29.942 8.05 9.496
Si -16.303 -5.439 9.743
Si -29.935 -2.827 9.483
Si -27.22 -0.097 9.556
Si -24.493 2.636 9.625
Si -27.228 5.332 9.564
Si -24.506 8.073 9.616
Si -27.222 -5.541 9.574
Si -24.505 -2.815 9.645
Si -21.769 -0.067 9.699
Si -19.039 2.681 9.73
Si -21.78 5.375 9.669
Si -19.045 8.123 9.716
Si -21.773 -5.498 9.682
Si -19.033 -2.743 9.727
Si 1.413 -1.258 10.962
Si -12.203 1.394 11.092
Si 1.422 4.184 10.961
Si -12.195 6.839 11.111
Si 1.414 -6.701 10.972
Si -12.197 -4.034 11.096
Si -9.463 -1.301 11.083
Si -6.742 1.438 11.072
Si -9.468 4.139 11.099
Si -6.738 6.887 11.075
Si -9.458 9.583 11.089
Si -6.73 -4 11.063
Si -4.02 -1.267 11.037
Si -1.294 1.456 10.992
Si -4.018 4.17 11.039
Si -1.294 6.896 11.008
Si -4.014 9.616 11.045
Si -1.304 -3.978 11.013
Si 17.695 -1.29 10.886
Si 4.131 1.47 10.92
Si 17.701 4.154 10.905
Si 4.132 -9.418 10.923
Si 17.693 -6.73 10.9
Si 4.135 -3.978 10.926
Si 6.85 -1.248 10.899
Si 9.541 1.463 10.882
Si 6.838 4.191 10.89
Si 9.56 -9.402 10.866
Si 6.855 -6.691 10.89
Si 9.564 -3.969 10.881
Si 12.267 -1.27 10.877
Si 14.98 1.45 10.884
Si 12.27 4.185 10.877
Si 14.986 6.888 10.889
Si 12.278 9.624 10.871
Si 14.976 -4.004 10.88
Si 33.978 -1.368 10.765
Si 20.417 1.413 10.917
Si 33.974 4.07 10.769
Si 20.403 6.853 10.917
Si 33.996 -6.809 10.77
Si 20.413 -4.029 10.893
Si 23.134 -1.33 10.905
Si 25.857 1.37 10.897
Si 23.131 4.117 10.92
Si 25.844 6.826 10.889
Si 23.121 9.553 10.906
Si 25.834 -4.056 10.9
Si 28.56 -1.346 10.878
Si 31.271 1.364 10.829
Si 28.574 4.077 10.852
Si 31.281 6.784 10.817
Si 28.559 9.525 10.859
Si 31.277 -4.079 10.828
Si 50.268 -1.43 10.578
Si 36.672 1.342 10.699
Si 50.26 4.004 10.585
Si 36.685 6.782 10.722
Si 50.26 -6.89 10.579
Si 36.688 -4.102 10.713
Si 39.384 -1.387 10.659
Si 42.098 1.32 10.617
Si 39.392 4.043 10.652
Si 42.099 6.748 10.617
Si 39.388 9.48 10.672
Si 42.094 -4.122 10.622
Si 44.815 -1.41 10.591
Si 47.536 1.297 10.585
Si 44.814 4.022 10.592
Si 47.541 6.726 10.577
Si 44.816 9.451 10.582
Si 47.536 -4.151 10.574
Si -31.313 -1.461 10.814
Si -44.936 1.27 10.582
Si -31.323 3.976 10.806
Si -44.939 6.697 10.594
Si -31.329 -6.903 10.811
Si -44.922 -4.182 10.596
Si -42.209 -1.461 10.605
Si -39.492 1.257 10.64
Si -42.212 3.975 10.604
Si -39.493 6.692 10.65
Si -42.207 9.417 10.622
Si -39.489 -4.2 10.641
Si -36.761 -1.463 10.689
Si -34.04 1.259 10.747
Si -36.772 3.976 10.693
Si -34.058 6.679 10.739
Si -36.776 9.399 10.676
Si -34.043 -4.18 10.738
Si -14.937 -1.343 11.095
Si -28.605 1.265 10.881
Si -14.936 4.084 11.103
Si -28.599 6.701 10.891
Si -14.936 9.545 11.109
Si -28.609 -4.178 10.891
Si -25.882 -1.437 10.956
Si -23.142 1.306 11.021
Si -25.875 3.998 10.958
Si -23.166 6.728 11.009
Si -25.875 9.431 10.962
Si -23.153 -4.155 11.029
Si -20.413 -1.399 11.08
Si -17.681 1.341 11.096
Si -20.427 4.043 11.056
Si -17.687 6.787 11.088
Si -20.425 9.477 11.06
Si -17.678 -4.089 11.098
Si 2.772 0.119 12.293
Si -10.834 2.755 12.443
Si 2.786 5.553 12.309
Si -10.824 8.22 12.449
Si 2.782 -5.329 12.303
Si -10.83 -2.66 12.437
Si -8.093 0.064 12.433
Si -5.368 2.81 12.413
Si -8.089 5.514 12.43
Si -5.36 8.256 12.414
Si -8.089 10.962 12.424
Si -5.367 -2.63 12.414
Si -2.651 0.108 12.372
Si 0.069 2.828 12.337
Si -2.642 5.536 12.376
Si 0.067 8.266 12.358
Si -2.651 -5.33 12.391
Si 0.065 -2.607 12.353
Si 19.063 0.045 12.266
Si 5.489 2.839 12.271
Si 19.052 5.507 12.292
Si 5.502 -8.048 12.262
Si 19.068 -5.386 12.252
Si 5.494 -2.6 12.265
Si 8.202 0.112 12.263
Si 10.903 2.832 12.224
Si 8.205 5.56 12.226
Si 10.929 -8.053 12.229
Si 8.22 -5.332 12.245
Si 10.93 -2.628 12.256
Si 13.635 0.079 12.238
Si 16.352 2.788 12.261
Si 13.645 5.52 12.245
Si 16.346 8.232 12.265
Si 13.648 -5.368 12.257
Si 16.347 -2.655 12.236
Si 35.336 -0.003 12.106
Si 21.777 2.766 12.29
Si 35.344 5.429 12.116
Si 21.769 8.205 12.279
Si 35.359 -5.447 12.123
Si 21.779 -2.691 12.266
Si 24.496 0.025 12.268
Si 27.24 2.724 12.237
Si 24.508 5.471 12.269
Si 27.211 8.174 12.247
Si 24.48 10.908 12.271
Si 27.207 -2.7 12.253
Si 29.939 0.008 12.224
Si 32.646 2.718 12.174
Si 29.939 5.43 12.206
Si 32.656 8.148 12.155
Si 29.927 -5.434 12.208
Si 32.648 -2.715 12.176
Si 51.635 -0.09 11.943
Si 38.04 2.698 12.044
Si 51.616 5.348 11.953
Si 38.051 8.133 12.076
Si 51.628 -5.543 11.936
Si 38.043 -2.736 12.056
Si 40.75 -0.031 12.008
Si 43.458 2.68 11.973
Si 40.749 5.406 12.006
Si 43.463 8.107 11.96
Si 40.752 10.842 12.009
Si 43.466 -2.77 11.963
Si 46.178 -0.057 11.945
Si 48.902 2.643 11.94
Si 46.188 5.367 11.942
Si 48.9 8.071 11.943
Si 46.186 -5.524 11.932
Si 48.904 -2.796 11.922
Si -29.988 -0.097 12.212
Si -43.588 2.622 11.949
Si -29.983 5.326 12.202
Si -43.577 8.047 11.953
Si -29.988 -5.558 12.212
Si -43.563 -2.828 11.959
Si -40.87 -0.107 11.982
Si -38.147 2.606 12.022
Si -40.865 5.32 11.98
Si -38.149 8.046 12.028
Si -40.858 10.768 11.996
Si -38.142 -2.843 12.006
Si -35.422 -0.107 12.071
Si -32.705 2.616 12.136
Si -35.437 5.329 12.086
Si -32.716 8.039 12.117
Si -35.428 -5.562 12.045
Si -32.697 -2.834 12.135
Si -13.576 0.033 12.443
Si -27.262 2.625 12.271
Si -13.578 5.464 12.444
Si -27.251 8.052 12.286
Si -13.575 10.933 12.453
Si -27.266 -2.812 12.27
Si -24.53 -0.071 12.328
Si -21.808 2.686 12.403
Si -24.541 5.362 12.357
Si -21.817 8.099 12.379
Si -24.534 10.79 12.353
Si -21.806 -2.776 12.396
Si -19.069 -0.011 12.443
Si -16.325 2.724 12.443
Si -19.078 5.418 12.418
Si -16.335 8.175 12.432
Si -19.076 -5.459 12.419
Si -16.32 -2.696 12.446
Si 1.434 1.473 13.685
Si -12.211 4.105 13.79
Si 1.445 6.907 13.698
Si -12.196 9.585 13.798
Si 1.443 -3.97 13.687
Si -12.193 -1.305 13.794
Si -9.46 1.402 13.801
Si -6.718 4.164 13.788
Si -9.438 6.872 13.792
Si -6.706 9.626 13.774
Si -9.444 -3.997 13.786
Si -6.717 -1.278 13.795
Si -3.99 1.46 13.764
Si -1.276 4.181 13.724
Si -3.979 6.898 13.752
Si -1.281 9.632 13.734
Si -3.993 -3.971 13.774
Si -1.29 -1.243 13.726
Si 17.713 1.415 13.622
Si 4.148 4.194 13.661
Si 17.703 6.893 13.651
Si 4.153 -6.693 13.638
Si 17.717 -4.015 13.59
Si 4.138 -1.236 13.632
Si 6.85 1.484 13.626
Si 9.561 4.208 13.584
Si 6.867 -9.41 13.61
Si 9.593 -6.689 13.6
Si 6.867 -3.962 13.6
Si 9.574 -1.252 13.606
Si 12.27 1.466 13.558
Si 15.01 4.17 13.618
Si 12.301 6.908 13.579
Si 15.009 9.592 13.638
Si 12.307 -3.995 13.61
Si 15.008 -1.288 13.596
Si 34.007 1.342 13.522
Si 20.422 4.144 13.646
Si 34.007 6.777 13.52
Si 20.413 -6.738 13.636
Si 34.028 -4.079 13.516
Si 20.425 -1.327 13.623
Si 23.149 1.394 13.638
Si 25.896 4.095 13.595
Si 23.149 6.842 13.623
Si 25.86 9.55 13.614
Si 23.115 -4.061 13.645
Si 25.857 -1.335 13.628
Si 28.607 1.376 13.606
Si 31.31 4.072 13.563
Si 28.58 6.783 13.577
Si 31.31 9.51 13.53
Si 28.584 -4.067 13.593
Si 31.31 -1.355 13.573
Si 50.272 1.277 13.284
Si 36.712 4.054 13.452
Si 50.253 6.703 13.308
Si 36.714 -6.83 13.469
Si 50.262 -4.17 13.268
Si 36.693 -1.378 13.442
Si 39.389 1.322 13.392
Si 42.113 4.048 13.354
Si 39.412 6.751 13.414
Si 42.109 9.456 13.342
Si 39.405 -4.116 13.386
Si 42.12 -1.41 13.339
Si 44.821 1.303 13.31
Si 47.545 4 13.301
Si 44.83 6.733 13.29
Si 47.533 9.425 13.298
Si 44.826 -4.169 13.285
Si 47.55 -1.43 13.276
Si -31.367 1.277 13.538
Si 52.973 3.981 13.305
Si -31.373 6.695 13.507
Si 52.98 -6.913 13.297
Si -31.375 -4.202 13.537
Si 52.991 -1.463 13.3
Si -42.257 1.253 13.317
Si -39.527 3.961 13.359
Si -42.239 6.673 13.318
Si -39.525 9.397 13.371
Si -42.222 -4.189 13.339
Si -39.526 -1.491 13.336
Si -36.806 1.248 13.404
Si -34.096 3.964 13.464
Si -36.817 6.692 13.421
Si -34.108 9.393 13.435
Si -36.808 -4.213 13.378
Si -34.077 -1.457 13.45
Si -14.96 1.374 13.797
Si -28.645 3.98 13.604
Si -14.973 6.817 13.777
Si -28.644 -6.916 13.603
Si -14.946 12.294 13.812
Si -28.644 -1.448 13.595
Si -25.9 1.293 13.657
Si -23.188 4.033 13.761
Si -25.927 6.706 13.706
Si -23.193 9.435 13.74
Si -25.923 -4.157 13.663
Si -23.194 -1.414 13.72
Si -20.451 1.353 13.785
Si -17.72 4.072 13.783
Si -20.47 6.76 13.764
Si -17.725 9.515 13.788
Si -20.456 -4.116 13.779
Si -17.705 -1.354 13.807
Si 0.071 0.134 15.064
Si -13.584 2.732 15.141
Si 0.093 5.546 15.07
Si -13.603 8.205 15.096
Si 0.103 -5.327 15.07
Si -13.571 -2.633 15.16
Si -10.808 0.02 15.169
Si -8.08 2.776 15.128
Si -10.815 5.477 15.099
Si -8.055 8.257 15.124
Si -10.81 10.967 15.134
Si -8.078 -2.642 15.161
Si -5.337 0.093 15.134
Si -2.625 2.836 15.113
Si -5.331 5.543 15.119
Si -2.632 8.277 15.111
Si -5.352 -5.325 15.143
Si -2.63 -2.593 15.12
Si 16.379 0.032 14.979
Si 2.792 2.839 15.038
Si 16.346 5.538 15.011
Si 2.823 8.277 15.036
Si 16.405 -5.371 14.973
Si 2.805 -2.589 15.02
Si 5.478 0.137 14.985
Si 8.207 2.871 14.962
Si 5.526 5.56 14.997
Si 8.238 -8.05 14.95
Si 5.512 -5.309 14.962
Si 8.222 -2.613 14.966
Si 10.934 0.128 14.939
Si 13.637 2.788 14.928
Si 10.94 5.565 14.922
Si 13.653 8.218 14.991
Si 10.972 -5.361 14.975
Si 13.681 -2.65 14.972
Si 32.673 0.002 14.944
Si 19.06 2.777 14.994
Si 32.668 5.423 14.924
Si 19.056 8.262 15.026
Si 32.683 -5.45 14.876
Si 19.077 -2.702 14.982
Si 21.777 0.029 14.988
Si 24.546 2.759 14.967
Si 21.794 5.505 15.003
Si 24.504 8.2 14.987
Si 21.753 -5.405 15.039
Si 24.488 -2.7 14.982
Si 27.243 0.029 14.969
Si 29.995 2.715 14.97
Si 27.264 5.414 14.984
Si 29.97 8.137 14.897
Si 27.23 -5.419 14.971
Si 29.96 -2.714 14.948
Si 48.923 -0.085 14.633
Si 35.384 2.703 14.857
Si 48.908 5.332 14.674
Si 35.38 8.13 14.867
Si 48.916 -5.538 14.621
Si 35.374 -2.698 14.881
Si 38.049 -0.031 14.794
Si 40.745 2.703 14.718
Si 38.074 5.401 14.817
Si 40.784 8.11 14.754
Si 38.084 -5.46 14.8
Si 40.779 -2.766 14.722
Si 43.477 -0.048 14.687
Si 46.182 2.654 14.663
Si 43.485 5.419 14.692
Si 46.179 8.057 14.667
Si 43.479 -5.511 14.676
Si 46.199 -2.814 14.608
Si -32.765 -0.081 14.85
Si 51.618 2.624 14.66
Si -32.757 5.337 14.826
Si 51.625 8.051 14.657
Si -32.765 -5.608 14.832
Si 51.626 -2.83 14.631
Si 54.32 -0.107 14.689
Si -40.917 2.603 14.685
Si 54.316 5.329 14.68
Si -40.892 8.008 14.694
Si 54.333 -5.569 14.667
Si -40.872 -2.841 14.718
Si -38.191 -0.139 14.704
Si -35.476 2.602 14.803
Si -38.195 5.316 14.745
Si -35.485 8.064 14.802
Si -38.172 -5.569 14.738
Si -35.46 -2.854 14.733
Si -16.356 0.043 15.162
Si -30.031 2.63 14.943
Si -16.365 5.458 15.117
Si -30.025 8.014 14.919
Si -16.368 10.926 15.108
Si -30.027 -2.829 14.908
Si -27.284 -0.081 14.96
Si -24.589 2.658 15.077
Si -27.326 5.325 15.026
Si -24.558 8.053 15.091
Si -27.3 -5.546 14.974
Si -24.584 -2.785 15.044
Si -21.868 -0.015 15.085
Si -19.094 2.729 15.162
Si -21.825 5.397 15.143
Si -19.129 8.141 15.119
Si -21.841 -5.507 15.101
Si -19.111 -2.713 15.132
O 1.094 -1.541 23.393
O -0.631 -3.475 23.103
O 2.858 0.161 22.426
O 4.746 1.789 23.325
O -3.067 5.925 -6.707
O -5.129 4.919 25.596
O 1.597 4.048 23.406
O 4.366 6.416 23.006
O -1.47 6.694 23.219
O 9.601 7.268 23.277
O 0.272 2.068 24.749
O 4.098 -4.504 23.076
O -10.834 -2.853 21.974
O -9.674 -1.259 23.528
O -6.948 1.176 23.328
O -5.319 2.965 22.369
O 7.189 -0.721 22.842
O -4.14 7.339 -4.799
O -16.846 6.302 -7.028
O -5.489 -4.676 -3.399
O -9.358 4.731 23.24
O -18.381 -2.622 -2.985
O -9.729 -6.89 23.513
O -15.157 2.833 -4.074
O -5.104 -2.547 22.399
O -2.438 -3.425 26.162
O -2.098 1.371 23.106
O -0.053 2.789 22.071
O -0.258 6.876 25.55
O -3.904 5.001 23.249
O -7.803 5.104 25.361
O -1.152 -0.132 25
O -3.739 -7.004 23.311
O -2.644 -7.754 -6.515
O -10.682 4.158 -6.051
O -12.903 -7.826 -6.175
O -8.458 -7.773 -3.379
O -0.772 4.491 24.477
O 0.296 -2.446 -2.731
O 2.142 -6.298 23.033
O -2.046 -0.217 -2.783
O -6.249 0.036 -3.57
O 3.554 3.678 -2.375
O 0.031 -2.826 25.576
O -7.182 2.166 -5.932
O -6.449 1.119 -1.193
O -1.78 -3.416 -3.861
O -15.456 4.054 -6.361
O -5.932 -7.984 22.426
O -1.463 7.021 -4.869
O -2.728 5.958 25.377
O -7.36 -4.783 25.863
O -2.153 4.111 -3.488
O -17.402 4.657 -2.638
O -6.549 2.79 25.42
O -6.215 0.21 25.667
O -5.524 5.48 -0.291
O 1.902 -1.789 -0.762
O -13.551 7.716 -3.764
O 3.102 5.801 25.092
O -10.882 0.212 -3.259
O 2.187 4.352 -5.345
O 0.285 -7.971 22.24
O -13.516 8.183 -0.32
O -13.077 3.774 -5.183
O -10.847 -5.403 -0.275
O -14.605 -1.995 -0.899
O 3.336 -5.743 25.28
O -8.557 -7.138 25.831
O 46.879 7.204 -1.648
O -30.848 -1.201 25.463
O 22.531 -7.888 -5.646
O -0.01 -7.438 -6.197
O -12.628 -3.71 -1.171
O -37.616 -0.246 -3.442
O 19.183 8.226 -0.026
O 6.572 3.578 22.893
O -9.853 6.55 -2.654
O -27.244 -7.176 25.172
O -17.061 -6.838 -2.325
O -14.539 0.213 -4.041
O -11.092 -7.629 25.75
O -11.502 1.286 -0.956
O 45.936 2.345 -5.987
O -17.253 -3.628 -5.262
O -9.649 -0.641 -1.086
O -8.931 6.701 -5.146
O -13.513 2.747 -0.163
O 1.446 4.724 -1.017
O 19.088 3.77 24.267
O -1.813 5.998 -1.482
O 2.866 -2.45 -3.161
O -0.03 0.06 -0.172
O -2.353 -1.04 -5.151
O -8.226 2.772 -0.231
O -18.257 -7.749 -7.014
O -7.242 7.268 -1.257
O -8.975 -7.109 -0.952
O 19.667 1.122 -7.162
O -8.116 -2.592 -0.261
O -6.263 -4.288 -0.983
O 46.253 -3.991 24.581
O -4.006 -0.522 -1.007
O -6.713 -0.417 -6.124
O -6.608 -6.649 -2.056
O -3.48 3.981 -1.113
O 2.522 2.756 0.14
O -31.924 7.757 -2.929
O -4.266 -5.991 -1.32
O -2.826 8.243 -0.499
O -0.312 3.56 -5.403
O -2.773 -2.623 -0.195
O 17.07 -0.715 23.395
O 14.413 -4.075 23.722
O 19.107 0.309 22.157
O 20.728 2.406 22.585
O 17.109 3.512 22.511
O 11.02 -7.819 25.156
O 18.954 5.355 21.99
O 20.602 6.897 23.305
O 14.614 6.212 23.024
O 17.403 -2.799 -5.874
O 17.992 -4.885 25.023
O 19.808 -4.012 23.295
O 5.647 -2.63 22.122
O 8.674 -0.83 24.88
O 10.929 2.741 22.245
O 11.631 3.023 -6.43
O 19.362 -6.938 25.867
O 12.12 6.773 23.542
O 8.059 -3.564 24.925
O 24.443 4.192 -2.782
O -43.573 5.452 24.699
O 31.789 -4.034 23.231
O 5.201 0.318 -5.961
O 13.316 -0.22 22.154
O 15.202 1.188 23.247
O 8.259 -4.327 -7.265
O 12.801 4.299 23.197
O 13.549 5.636 25.396
O 9.346 -6.734 -6.743
O 13.454 -5.64 22.089
O 29.308 2.024 -3.101
O 24.319 -5.192 26.043
O 0.112 -7.672 -3.582
O 5.761 5.991 25.246
O 7.02 -6.25 -5.74
O -10.741 2.898 22.154
O 9.333 6.887 -6.918
O 18.832 -6.997 -7.017
O 18.068 -6.973 23.514
O 14.411 -2.823 -3.408
O -23.957 -4.935 -4.873
O 9.179 -2.482 -5.672
O 17.734 -6.638 -1.617
O 12.323 7.231 -4.386
O 18.989 -2.514 25.407
O 12.504 4.571 -4.449
O 16.53 -1.38 -3.888
O 15.41 -4.188 -1.397
O 46.617 -3.087 -0.664
O 16.999 5.682 -3.378
O 10.422 5.922 25.39
O 22.691 -1.19 25.65
O 9.318 0.842 22.965
O 34.125 1.734 24.695
O 15.844 0.324 25.649
O 10.934 5.569 -0.681
O 14.224 -0.27 -3.753
O 11.898 -6.599 -4.272
O 2.166 5.806 -3.136
O 1.081 6.754 -5.28
O 14.606 -1.867 -5.806
O -8.652 1.274 25.261
O -39.324 -4.124 22.939
O -16.573 2.562 22.526
O 16.242 8.077 22.251
O 3.879 5.933 -1.103
O -22.089 -6.136 25.728
O 13.482 -2.542 -0.565
O 5.474 -5.45 -0.366
O 6.466 -0.947 -1.495
O 9.465 -6.498 -2.708
O 10.284 3.511 26.383
O 20.522 -4.603 25.727
O 4.032 1.674 -3.98
O 5.743 -7.801 22.286
O 43.582 -5.433 -0.722
O 16.557 4.182 24.926
O 18.823 7.504 -2.518
O 34.492 -0.967 -4.899
O 14.522 6.126 -3.729
O -42.094 3.442 25.513
O 3.5 -4.266 -1.454
O 4.997 -0.717 -3.652
O 24.934 -6.617 -5.801
O -38.249 -6.69 -5.465
O 36.783 -4.439 -1.244
O -19.883 -4.925 25.159
O -28.684 -2.505 24.75
O -18.288 1.396 -0.986
O 16.248 8.107 -3.07
O 22.052 4.03 -3.968
O 5.226 5.279 -6.573
O 36.482 -4.609 22.741
O 3.961 1.235 -1.314
O 5.12 -6.916 -4.019
O 14.513 1.884 -1.07
O -28.168 6.275 -1.501
O 43.433 7.95 -4.807
O 10.207 2.262 -1.385
O 17.582 4.57 -1.164
O 2.671 8.127 -0.337
O 21.118 7.084 -3.843
O 26.975 -3.094 22.109
O 16.438 1.129 -3.509
O 16.364 0.124 -0.345
O 46.594 0.771 25.13
O 34.793 5.403 -5.387
O 8.056 2.851 -0.197
O -36.914 -1.086 23.063
O 6.857 4.652 -1.62
O 9.17 7.398 -1.631
O 7.355 -7.096 -1.192
O 21.004 6.014 25.861
O 8.085 -2.637 -0.378
O 9.69 -4.502 -1.123
O 46.044 2.729 -0.482
O 7.405 -1.827 -3.854
O -47.26 2.196 -5.296
O 8.717 -4.157 -3.637
O 12.922 3.922 -1.466
O 15.411 6.37 -1.288
O 8.19 5.497 22.152
O 12.207 -6.41 -1.594
O 13.721 8.209 -0.451
O 20.921 2.125 25.099
O -39.986 -4.934 25.475
O 34.208 -2.175 22.902
O -29.606 -2.434 -3.506
O 35.485 -0.049 22.073
O 36.433 1.022 25.662
O 34.183 4.103 23.428
O 35.806 5.806 22.218
O -25.118 3.853 -4.222
O 31.085 6.686 23.405
O 35.778 -5.629 25.062
O -47.125 -3.074 -3.677
O -18.998 2.649 -3.172
O 21.818 -2.594 22.338
O 23.798 -1.157 23.226
O 25.512 1.4 23.083
O 23.506 1.062 24.588
O 38.214 -4.719 24.725
O 27.122 -5.809 -7.061
O 29.744 -6.249 24.739
O 18.611 -4.935 -5.399
O 17.819 3.26 -3.452
O 27.359 -6.777 25.596
O 23.408 -7.226 23.14
O 24.871 -5.196 22.168
O 39.172 -1.88 -1.585
O 28.869 -1.543 23.036
O 30.66 1.166 23.229
O 32.883 2.195 22.352
O 27.635 -2.365 -4.013
O 28.744 4.622 23.059
O 29.784 5.312 25.292
O 29.245 2.783 24.859
O 27.914 -6.905 22.946
O 29.943 -5.476 22.054
O 28.599 -4.112 -5.705
O 30.283 -1.52 25.172
O -42.468 -1.982 -4.311
O 24.023 -7.792 -3.603
O 38.813 0.258 24.922
O 23.541 3.183 23.003
O 30.833 0.985 25.856
O 33.355 7.635 -4.917
O 32.734 8.217 22.138
O 23.561 -2.969 -3.651
O 25.625 -1.678 -2.615
O 32.003 -6.854 -3.334
O 47.411 1.511 22.729
O -9.016 1.932 -4.053
O 25.144 0.963 -1.696
O 28.067 4.687 -6.621
O 25.441 7.363 23.285
O 31.167 -4.921 -1.477
O 21.524 4.506 23.876
O 28.886 7.609 24.536
O 35.434 -4.114 -3.643
O -44.722 -2.667 -5.34
O 40.004 -2.131 25.366
O 36.192 1.789 -1.703
O 20.572 -1.747 -2.401
O 16.055 5.1 -6.662
O -15.995 -2.914 25.195
O 26.942 5.537 -0.58
O 28.992 -3.728 24.599
O 35.173 -2.623 -0.493
O 34.583 -7.945 25.426
O 13.25 1.129 -5.741
O 20.724 3.469 -6.188
O -19.978 -7.594 24.894
O 42.516 0.933 -1.362
O 43.815 -3.913 -6.123
O -43.058 -0.434 -0.669
O -25.843 -6.575 23.007
O 31.327 3.407 -2.219
O 20.176 -1.264 -6.113
O -40.326 2.268 -3.884
O -34.16 -7.455 -5.889
O 27.654 -1.584 25.302
O 13.961 -5.335 -3.253
O 21.728 -5.443 -0.32
O 32.892 0.635 -6.199
O 18.716 -3.139 -3.541
O -34.85 -2.924 -6.325
O 36.087 -3.009 24.72
O 18.751 0.026 -3.046
O 24.41 -7.794 25.477
O -14.282 0.26 24.61
O 16.229 2.79 -5.464
O 31.887 3.07 24.577
O 32.902 -4.406 -3.321
O 23.397 3.494 -6.212
O 34.08 -6.188 -4.789
O 31.705 -4.445 -6.941
O -28.248 -4.203 22.89
O 22.879 2.011 -2.57
O 23.018 -5.439 -4.597
O -28.605 1.061 23.312
O 33.331 1.698 -2.623
O 41.874 -2.359 -5.469
O 20.237 7.317 -6.328
O -38.863 6.901 22.635
O 38.709 4.402 -1.422
O -1.107 -4.209 -1.367
O 20.419 0.514 -1.036
O 42.667 -6.406 23.953
O 29.754 2.186 -0.516
O -22.919 0.975 23.448
O 24.532 -2.989 -0.244
O -47.664 -1.967 23.032
O 19.042 2.647 -0.307
O 33.779 4.044 -1.497
O 20.92 6.693 -1.24
O -38.002 5.376 -0.661
O 36.657 6.581 -1.513
O -47.856 7.358 -2.789
O 33.705 -0.804 -1.615
O 31.775 -6.889 -5.972
O -30.198 -5.59 21.991
O 27.37 0.235 -3.588
O 24.266 2.843 -0.204
O 6.338 4.308 -4.293
O -33.952 -3.914 -3.946
O 22.346 4.258 -1.277
O 25.197 7.279 -1.468
O 23.566 -7.034 -1.186
O 42.523 6.756 23.112
O 27.63 -4.919 -3.371
O -19.268 -2.575 -6.492
O 28.38 -6.499 -1.418
O 44.78 5.693 23.894
O 48.699 2.374 24.793
O -26.113 -0.544 -5.967
O 25.949 -6.683 -2.348
O -36.774 1.256 -1.409
O 28.908 4.285 -1.592
O 32.14 5.821 -0.456
O 24.565 5.361 22.003
O -17.118 -4.922 -0.566
O -16.439 1.172 -5.656
O -12.346 -1.412 23.878
O 29.729 -2.909 -0.586
O -46.299 -0.161 21.788
O 48.755 -5.119 24.483
O 48.841 0.224 -5.054
O -42.736 3.683 22.95
O -48.187 3.603 22.736
O -1.886 1.623 -4.534
O -46.364 5.262 21.877
O -44.711 6.96 22.871
O 47.045 6.562 22.753
O 11.535 -0.786 -1.465
O 35.517 3.178 -3.92
O -47.411 -6.221 22.795
O 38.266 -2.8 22.016
O 40.035 -1.036 22.996
O 42.546 0.852 22.972
O 43.756 2.77 21.893
O -31.483 2.952 25.897
O -6.769 -2.383 -4.159
O 2.704 -0.162 -5.1
O 37.896 7.922 22.127
O 3.675 6.588 -5.023
O 44.368 4.426 -1.448
O 39.483 -6.424 23.09
O 43.867 -2.459 21.863
O -2.37 -3.275 -6.406
O 47.863 -3.606 22.533
O 45.933 -0.418 21.825
O -25.036 -6.83 -3.514
O 46.023 4.193 22.263
O 40.931 -4.885 -5.502
O 45.042 -6.901 -6.285
O -33.253 2.201 22.056
O 44.673 -7.502 22.717
O 46.267 -5.544 21.867
O 44.385 4.485 -6.208
O 40.623 2.685 -0.675
O 40.82 -4.861 24.874
O 40.828 7.982 -0.863
O -43.579 5.407 -0.748
O 38.857 4.098 23.03
O 47.103 4.768 24.62
O -27.52 0.95 -1.457
O -45.199 -4.35 22.75
O -34.347 7.205 -3.834
O -48.356 6.612 25.765
O -44.74 -2.175 -2.821
O -40.049 -7.8 -3.733
O 39.332 5.169 -6.259
O 36.955 -1.351 -5.777
O 39.106 -0.367 -6.789
O 42.736 3.771 -3.39
O -32.059 3.285 -6.613
O 48.667 -5.141 -0.523
O -38.517 -2.763 24.882
O -27.349 5.034 -3.676
O 45.748 -6.784 -1.504
O -23.107 -7.342 -1.861
O 12.134 -5.394 24.641
O -45.721 6.275 -3.775
O 41.413 0.087 25.068
O 40.28 4.477 25.251
O 39.868 4.608 -3.697
O 39.724 -6.811 -6.825
O 33.07 3.987 -4.008
O -42.665 1.577 -3.081
O 34.671 -0.838 25.057
O 41.714 7.851 -6.886
O 42.541 6.138 -1.938
O -47.775 -6.83 -6.542
O 38.188 7.849 -3.259
O 38.927 -6.139 -4.402
O 38.96 -1.235 -4.145
O -45.597 7.086 -1.366
O -48.31 -4.516 -5.501
O 48.912 8.142 21.939
O -26.322 -3.787 24.632
O 34.149 3.003 -6.141
O -4.472 -5.857 -6.524
O -26.762 -5.048 -6.811
O 36.891 -6.141 -3.046
O 40.441 -3.251 -3.31
O -26.921 -0.697 -3.508
O 41.701 1.369 -3.816
O -20.184 -1.383 -1.28
O -44.559 6.78 -6.072
O 6.073 7.586 -5.641
O 45.502 3.055 25.813
O 46.514 -0.54 -4.058
O 48.871 -0.118 24.151
O -40.948 -2.516 -0.567
O -44.346 -0.103 -4.272
O 48.205 2.684 -4.525
O -22.713 0.828 -1.367
O -24.877 -0.234 22.252
O 15.781 7.743 -6.878
O -35.21 6.206 25.917
O 35.723 7.316 -3.893
O -18.122 -6.664 -4.656
O -44.441 2.849 24.821
O 45.063 -1.572 -2.007
O 37.415 5.316 -3.574
O -38.663 1.062 -5.823
O -2.827 3.416 -6.057
O 33.47 -6.1 -1.299
O -17.45 -3.802 23.149
O -22.115 2.229 25.57
O 37.844 0.059 -0.625
O 9.526 0.518 -2.983
O -26.12 5.657 -5.945
O -37.544 -5.146 24.623
O -10.96 -8.046 -4.327
O 48.733 5.567 -0.625
O -47.091 4.929 -1.87
O 35.116 -7.976 -0.476
O -18.739 6.432 25.309
O 48.133 -7.147 -2.831
O -35.697 -3.363 25.154
O -19.518 4.041 -1.04
O -44.543 -2.666 24.757
O -19.535 0.299 25.468
O 42.016 -1.184 -2.801
O 33.947 -3.781 -5.751
O -26.875 -1.961 22.847
O 36.442 0.686 -4.117
O -34.215 1.734 -1.376
O -38.934 -0.058 -1.091
O 39.176 -6.537 -1.774
O -35.096 -5.967 25.04
O 10.329 -2.53 25.846
O -16.051 -1.867 -3.768
O -24.325 0.732 25.681
O -40.929 5.323 22.014
O 11.182 -2.282 22.092
O -39.662 4.202 25.978
O 43.031 -3.576 -3.514
O 37.973 5.537 25.154
O -36.001 3.733 -1.25
O 16.476 -6.302 -5.953
O 40.859 5.299 21.945
O 41.888 -3.34 -1.192
O -36.899 -5.906 -0.998
O -21.041 -0.678 -5.982
O -18.782 -2.979 0.003
O -33.295 -2.401 24.967
O -33.569 -4.022 22.901
O -30.39 -0.262 22.084
O -20.778 -1.946 -3.718
O 27.97 -1.245 -1.532
O 22.195 5.758 -5.867
O -7.276 6.221 23.079
O -29.151 6.311 23.101
O -36.177 6.356 22.389
O -29.286 -0.488 -5.308
O -47.145 6.911 -5.963
O -46.018 4.518 -5.556
O -43.537 -7.189 -6.981
O -41.237 -1.538 22.439
O -40.517 0.84 22.956
O -38.482 2.434 22.053
O -23.794 5.369 25.252
O -20.479 -6.888 -5.784
O 7.73 4.812 -6.455
O -33.637 6.41 -1.429
O -41.757 -7.373 -1.644
O 0.92 -6.52 -1.336
O -43.039 -6.991 22.831
O 22.68 -0.941 -6.863
O -28.546 7.338 -3.904
O -29.144 -3.921 -1.348
O 19.766 -3.966 -1.244
O -26.472 3.666 23.201
O -36.483 3.759 22.919
O -38.551 6.993 -5.328
O 26.886 2.813 -2.799
O -37.075 -7.544 22.87
O -35.519 -5.56 22.03
O -31.561 -3.857 -2.652
O 11.168 -6.834 22.752
O -16.285 -4.364 -2.943
O -40.462 -7.849 -6.294
O -26.679 0.068 24.81
O -4.765 4.773 -5.054
O -35.273 -0.756 25.129
O -32.659 -1.618 22.468
O -6.148 -4.049 -5.918
O -13.492 -2.196 -3.248
O -32.647 -6.078 -3.473
O -29.204 1.981 -6.312
O 34.793 -6.861 23.001
O -36.726 -1.387 -1.378
O -24.74 -1.753 24.891
O 39.329 -2.86 -6.138
O 7.361 -5.688 23.151
O -29.583 2.503 -0.609
O -32.9 -4.986 26.024
O -41.755 -6.782 25.094
O 48.385 -2.377 -4.815
O 9.963 -1.997 -3.189
O -40.327 -0.894 24.942
O -3.069 -1.035 23.228
O -27.879 -6.803 -5.232
O -39.432 -7.493 26.124
O 17.528 1.726 24.359
O -42.613 -0.888 -6.69
O 44.444 -1.802 -4.682
O 27.807 2.35 -5.222
O -33.087 -7.594 25.301
O 5.813 3.353 25.337
O 18.479 -1.381 -0.909
O -25.005 0.752 -2.609
O -23.952 -3.891 23.391
O -18.256 0.707 23.186
O -37.892 -5.367 -3.321
O 30.04 7.948 -0.496
O 22.064 -6.703 25.792
O -47.339 -2.089 -6.166
O -33.945 7.45 23.08
O 1.646 -0.159 -2.733
O 37.887 -3.518 -3.351
O 26.567 -4.568 -0.996
O -13.263 5.873 22.178
O -43.592 -5.62 -0.766
O 43.778 7.771 25.059
O -25.156 -2.543 -4.486
O -45.62 -4.253 -1.668
O -27.694 2.513 25.212
O 26.022 -4.184 -5.344
O 48.113 3.128 -7.106
O -11.368 4.587 -3.376
O -24.07 -4.024 26.025
O -35.076 3.61 25.084
O -33.671 -4.721 -1.411
O 1.312 4.081 25.997
O -46.529 -4.709 24.849
O -24.431 0.838 -7.246
O -16.771 1.15 -3.039
O 11.58 -7.949 -6.567
O -44.886 1.004 -1.856
O -35.313 8.229 -0.552
O -25.602 4.91 -1.001
O -25.329 7.457 24.386
O -32.505 -0.11 -0.513
O -22.612 -4.777 -1.316
O -21.172 4.718 26.006
O 45.062 -6.257 25.007
O -47.507 -6.761 -1.5
O 37.99 2.737 -3.364
O -36.228 -4.751 -5.14
O -22.66 4.564 -4.787
O -27.632 -2.529 -5.171
O 13.72 6.137 -6.237
O 8.06 4.793 25.745
O 21.975 -3.229 -5.727
O 37.273 1.492 23.159
O -31.486 4.016 -1.529
O 32.17 -1.921 -5.893
O -32.543 5.32 -3.533
O -29.904 5.202 -3.216
O -7.046 5.643 -6.687
O -2.389 -5.202 22.238
O -21.391 -6.149 -3.383
O 15.134 3.388 -3.075
O -13.914 -5.27 25.289
O -24.279 2.679 -0.297
O -40.659 1.796 -1.265
O -29.44 7.728 25.368
O -41.847 3.849 -2.016
O -39.841 7.082 -1.535
O -18.966 6.547 -5.47
O -36.086 -7.193 -4.141
O -30.324 5.204 25.166
O 13.949 -7.256 -5.643
O -38.962 -4.123 -1.383
O -21.17 3.544 23.536
O 41.251 3.527 -5.514
O -12.377 -4.571 23.204
O -9.378 7.026 24.551
O 44.582 5.555 -3.772
O -43.443 -4.586 -6.638
O -40.921 2.027 -6.485
O -47.441 -6.585 -4.032
O 48.384 -2.564 24.849
O 31.04 7.443 26.043
O -28.979 0.488 25.962
O -35.246 -3.011 -0.261
O -13.869 -0.196 22.08
O -14.885 -4.117 23.149
O -12.187 1.203 23.289
O -43.975 -5.386 24.793
O -14.97 4.407 23.33
O -14.908 -6.073 -1.212
O 44.089 0.394 -3.349
O -31.5 7.12 23.89
O -17.307 6.693 23.249
O -30.012 -2.849 -6.107
O 7.172 1.382 24.356
O 10.654 2.741 -4.012
O -27.512 8.058 22.077
O -30.138 -6.909 -3.883
O -19.85 5.217 -3.374
O -19.434 5.312 22.936
O -46.895 -2.045 -1.302
O 1.673 2.165 -6.744
O -23.019 6.939 23.228
O -23.071 7.786 25.697
O -31.308 3.12 -4.058
O 32.208 -0.357 -3.766
O 25.973 3.075 -6.958
O -25.613 -7.475 -1.094
O -21.937 -2.714 22.297
O -20.233 -0.993 23.232
O 35.524 7.692 -6.498
O -12.156 -1.152 -1.305
O 48.697 -0.971 -2.722
O -24.878 6.983 -2.752
O 11.303 -4.526 -3.086
O -27.147 3.307 -5.71
O -21.23 -6.283 23.216
O -19.103 -5.42 22.082
O -46.758 1.916 24.145
O -15.332 4.302 -1.082
O -48.039 1.374 -2.929
O -42.741 -0.558 24.2
O -13.1 2.312 25.723
O -15.626 2.514 24.987
O -23.753 5.575 -7.017
O 46.774 4.684 -5.208
O -14.128 -6.54 22.939
O -43.482 -2.79 21.771
O -17.262 6.013 -0.482
O -24.551 -3.546 -6.914
O 41.473 6.17 -4.944
O -21.207 5.062 -6.792
O -15.828 -1.756 22.812
O 14.391 -5.756 25.811
O -20.762 -2.673 26.182
O 41.065 -7.455 -4.619
O 43.952 0.923 25.327
O -31.714 -6.764 -6.507
O 5.428 -3.066 -2.69
O 35.471 0.772 -6.572
O 9.507 -5.811 24.669
O -29.754 7.989 -0.359
O -16.116 -0.892 -7.226
O -31.619 3.775 23.364
O -35.165 0.07 21.727
O 42.714 5.269 25.401
O -21.532 5.401 -0.059
O -18.02 -1.52 24.573
O -10.045 4.424 -1.104
O -20.968 7.565 -4.012
O -30.569 -3.71 26.193
O 31.248 -4.387 25.803
O 16.444 -4.392 -3.874
O -25.349 -7.039 -6.04
O -29.74 7.994 -6.171
O -30.685 -1.805 -1.278
O -26.055 -1.179 -1.151
O -16.179 -7.882 22.022
O -47.389 4.253 25.182
O -17.421 4.318 24.356
O -36.055 1.357 23.942
O 18.311 -7.182 -4.324
O -27.201 -5.548 -0.415
O -31.114 -3.188 23.741
O -6.569 -4.419 23.435
O -18.96 8.047 -0.074
O 35.868 6.261 26.443
O -14.197 -1.851 -5.667
O 25.24 -0.704 25.474
O 3.885 -4.624 -4.146
O -23.652 6.721 -0.657
O -8.691 -0.642 -4.425
O 47.606 1.165 -1.672
O 9.431 -4.055 22.835
O -40.565 -2.447 -6.251
O 26.206 4.385 -4.756
O -18.552 -0.025 -6.686
O 45.524 6.854 -5.859
O -45.089 0.093 24.834
O -22.784 -0.237 -3.884
O -4.794 -4.359 25.457
O -10.931 -0.09 25.51
O 10.125 4.891 -5.501
O -32.941 5.057 25.257
O 0.004 -0.163 -4.709
O -27.258 5.075 25.331
O -31.186 -6.525 -1.427
O 38.216 2.849 25.198
O 8.301 2.956 -3.159
O -47.696 -7.131 25.199
O -33.602 -5.049 -6.836
O -37.399 4.871 -6.454
O 39.462 -6.907 25.635
O 23.78 -0.257 -3.705
O 25.07 3.095 25.147
O -35.864 2.745 -6.014
O 33.145 -5.815 24.722
O -47.369 -1.509 25.688
O -10.562 0.643 -5.812
O 5.909 2.442 -2.441
O 43.544 -4.156 24.98
O -16.288 -0.123 -0.167
O -5.889 -6.641 24.726
O 3.331 -6.568 -5.937
O 42.056 -4.08 22.816
O 19.578 5.106 -2.895
O -23.44 4.725 -2.38
O 0.321 -5.03 -3.389
O -45.087 2.422 -6.658
O 45.842 -7.823 -3.864
O -12.093 6.187 -5.338
O 1.785 -3.944 24.097
O -31.439 0.951 -5.523
O -24.272 -2.905 -0.389
O -11.999 6.175 -1.219
O -23.104 2.322 -3.492
O 2.492 -6.665 -3.452
O -40.779 -0.125 -4.922
O -35.519 0.295 -4.894
O 21.196 -4.111 -3.394
O -18.787 -5.165 -6.732
O -24.73 5.35 22.181
O -20.741 -6.534 -0.91
O -32.209 -6.918 22.907
O -22.732 -2.553 -5.282
O 6.017 2.787 -6.468
O 13.001 -3.326 25.802
O 16.662 -7.076 25.8
O 27.243 4.517 25.282
O 1.733 -7.753 25.799
O -37.838 -0.177 25.251
O -44.562 1.514 22.669
O 31.49 0.436 -1.28
O 23.172 -1.374 -1.518
O -35.886 -2.248 -4.034
O -33.613 2.109 -4.859
O -19.529 2.846 25.538
O -45.873 6.449 25.238
O -6.51 2.608 -3.387
O 4.251 8.151 24.944
O 1.247 0.101 26.18
O -48.262 0.048 -0.56
O -18.487 7.491 -3.132
O 24.921 2.055 -4.151
O -22.061 -0.447 25.616
O 14.166 3.301 -6.964
O 42.129 2.698 24.812
O 17.98 0.176 -5.46
O -8.046 4.299 -4.636
O 12.988 1.913 -3.188
O -35.727 2.485 -3.459
O -25.292 3.366 25.612
O -39.279 -6.707 -1.48
O -44.959 2.48 -4.051
O -4.524 -1.812 25.875
O 11.691 -0.217 -4.082
O 7.553 -7.947 -3.652
O 1.365 2.025 -4.198
O -22.959 -7.377 -5.089
O -4.217 -2.762 -4.597
O -11.262 7.898 22.209
O -3.657 0.587 25.196
O -43.953 8.188 24.988
O -37.414 6.772 24.693
O -4.132 5.806 -2.764
O -2.187 1.495 -0.896
O -15.489 6.639 -2.199
O -4.231 1.433 -2.632
O 33.498 -3.239 25.12
O 47.791 -7.762 26.114
O -45.808 -5.153 -5.635
O 23.031 6.675 24.225
O -4.833 7.232 24.522
O -41.051 -5.615 21.884
O -24.677 -6.502 25.261
O -37.595 2.932 25.19
O -37.48 -1.293 -5.784
O 27.34 2.736 21.967
O -14.88 5.529 -4.386
O -35.998 7.03 -5.818
O -23.012 3.049 -6.853
O -10.724 -2.738 25.508
O 43.399 2.167 -5.564
O -16.138 7.942 -4.319
O -6.513 6.379 -4.133
O -19.081 -0.011 -3.154

Results
total energy: -609925.451 eV
total energy less fixed offsets of O -438.25, Si -107.07 eV per atom: -6.251 eV

Forces (eV/angstrom) on atoms 1640 to 2322 of the 3024, counted in the order above; the others are left out for length: element, x, y, z
Si 0.008 0.001 0.002
Si -0.005 0.001 -0.002
Si -0.009 -0.011 0.002
Si 0.003 -0.011 0.004
Si -0.012 0.002 0.002
Si 0.008 -0.004 -0.001
Si -0.004 -0.005 -0.004
Si -0.003 -0.002 -0.002
Si 0.006 0.008 -0.005
Si -0.002 0.007 -0.001
Si 0.001 0.003 -0.002
Si -0.003 0.005 0.006
Si -0.008 -0.002 0
Si 0.006 -0.012 -0.001
Si 0.007 -0.003 -0.002
Si -0.003 0.009 0
Si -0.008 -0.017 0.003
Si -0.011 0.002 0.006
Si 0.011 -0.006 0.005
Si 0.002 -0.004 0.003
Si -0.017 -0.002 0.007
Si 0.003 0.001 -0.005
Si 0.011 -0.004 0.002
Si 0 0.009 0.001
Si 0.003 0 0.004
Si -0.005 0.009 0.005
Si -0.004 -0.005 0.001
Si 0.003 0.001 0.006
Si 0 0.008 -0.007
Si 0 -0.007 -0.002
Si 0.002 0 -0.001
Si -0.001 -0.006 0.001
Si 0.009 -0.019 -0.002
Si -0.006 0.003 -0.003
Si -0.005 0.009 0.004
Si -0.002 0.017 0.002
Si -0.002 0.008 -0.002
Si -0.005 0 0.005
Si 0.012 0.012 -0.004
Si -0.003 0.009 0.003
Si -0.002 -0.013 0
Si -0.002 0.01 0.006
Si 0.006 -0.008 -0.005
Si -0.009 0.01 0.002
Si 0.006 0.009 0.005
Si 0.003 0.007 0.009
Si -0.001 0.005 0.007
Si 0.015 -0.008 0
Si 0.003 -0.001 0.005
Si 0.003 0.008 0
Si 0.007 0.002 -0.003
Si 0.009 -0.002 0.003
Si 0 0.007 -0.001
Si -0.007 -0.013 -0.002
Si -0.004 -0.003 0.006
Si -0.003 0.009 0
Si 0.005 -0.005 0.001
Si 0.008 0.005 -0.005
Si 0.005 -0.006 0.009
Si 0 0.003 0
Si -0.007 -0.003 -0.004
Si 0.008 -0.006 0.008
Si -0.001 0.01 0
Si 0.005 0.002 -0.001
Si 0.01 -0.004 0.006
Si 0.005 -0.023 0.011
Si 0.013 0.001 0.002
Si 0.001 0.006 0.003
Si -0.005 -0.001 0.008
Si 0.002 0.003 -0.005
Si -0.006 0.006 0.003
Si -0.01 0.004 -0.003
Si -0.003 -0.001 -0.002
Si 0.001 -0.011 -0.004
Si -0.006 0.002 0.001
Si 0.005 0.012 -0.009
Si 0.004 -0.008 -0.009
Si -0.001 -0.013 -0.002
Si -0.001 -0.003 -0.006
Si -0.003 0.017 0.004
Si -0.002 -0.009 -0.008
Si -0.001 -0.008 -0.003
Si 0.005 -0.002 -0.001
Si -0.001 0.008 -0.012
Si -0.001 0 -0.005
Si -0.004 -0.008 -0.002
Si 0.007 -0.004 0
Si 0.001 -0.008 -0.009
Si -0.006 0.009 -0.001
Si 0.007 0.007 0.006
Si -0.015 0.003 -0.002
Si -0.006 -0.006 0.001
Si -0.004 -0.002 0.002
Si 0.006 0.01 0.004
Si 0.012 0.002 -0.003
Si -0.006 -0.006 0.006
Si -0.005 -0.002 0.004
Si 0.001 0.001 0.009
Si 0.006 -0.013 0.005
Si -0.004 0.005 0.003
Si 0.003 0.007 0.002
Si 0.003 0.004 -0.002
Si 0.001 -0.005 -0.005
Si 0.002 -0.001 -0.001
Si -0.004 -0.006 0
Si 0.008 -0.003 0.001
Si -0.004 -0.005 0.002
Si -0.004 0.007 -0.009
Si -0.005 -0.013 0.001
Si 0.004 0.004 -0.004
Si -0.001 -0.001 0.003
Si 0.012 0.014 -0.004
Si 0.002 -0.004 0.003
Si -0.003 -0.003 0.002
Si -0.012 0.005 -0.002
Si 0.008 -0.001 0.001
Si -0.001 -0.008 -0.007
Si 0.006 -0.008 -0.007
Si 0.008 0.005 -0.005
Si 0.009 0.01 -0.005
Si -0.005 0.008 -0.003
Si -0.009 0.009 -0.004
Si 0.004 -0.004 -0.002
Si 0 -0.006 -0.003
Si 0.005 0.001 -0.004
Si 0.005 0.014 -0.005
Si 0.003 -0.005 0
Si 0.003 -0.012 -0.002
Si -0.014 -0.001 -0.003
Si 0.003 -0.004 -0.001
Si -0.002 -0.01 -0.004
Si 0.004 -0.003 -0.001
Si 0.007 0.007 -0.002
Si 0.01 -0.008 -0.002
Si 0.001 0 -0.009
Si -0.006 -0.002 -0.007
Si -0.017 0.004 -0.005
Si -0.002 -0.001 -0.002
Si 0.008 -0.004 0.003
Si -0.003 -0.001 -0.007
Si -0.004 0.003 0.003
Si 0.003 0.006 -0.001
Si -0.012 0.002 0
Si -0.002 -0.002 0.002
Si -0.015 -0.001 -0.003
Si -0.001 0.008 0
Si 0 -0.001 0.003
Si 0.002 0.015 0.003
Si 0.004 -0.005 -0.006
Si -0.011 -0.011 -0.003
Si -0.001 0.008 -0.002
Si 0.002 -0.003 -0.001
Si -0.004 0.01 -0.002
Si -0.003 -0.008 -0.002
Si 0.008 -0.006 -0.003
Si 0.008 -0.008 0
Si -0.015 -0.006 -0.004
Si 0.013 -0.007 -0.006
Si 0.006 -0.001 -0.006
Si -0.006 0 -0.008
Si -0.006 -0.003 0.001
Si 0.007 0.008 0.002
Si -0.005 -0.001 -0.006
Si -0.003 -0.005 -0.004
Si -0.006 -0.005 0.001
Si -0.012 0.004 0.002
Si -0.005 0.002 0.003
Si -0.006 -0.002 -0.005
Si 0.005 0.002 -0.001
Si 0.002 0.004 -0.004
Si -0.001 0 0.007
Si 0.004 0.006 -0.002
Si -0.003 0.007 0.003
Si 0.009 0.011 0.005
Si 0.002 -0.005 0
Si -0.005 -0.003 0.004
Si 0.002 0.001 0.004
Si 0 0.004 0.001
Si -0.008 0.001 -0.002
Si 0.009 -0.005 -0.001
Si 0.002 -0.007 -0.002
Si 0.002 0.013 0
Si 0 -0.007 0.003
Si -0.008 -0.011 0.002
Si 0.002 0.001 0.004
Si 0.009 0.005 0.002
Si 0.004 -0.009 0.003
Si 0.002 -0.003 -0.001
Si -0.002 0.019 0
Si 0.004 0.016 0
Si -0.007 0.001 0.008
Si 0.008 -0.002 0.009
Si 0.005 -0.003 0.012
Si -0.004 0.013 0.009
Si 0.001 0.003 0.006
Si 0.004 0.003 0.005
Si 0.001 -0.014 0.01
Si -0.008 -0.001 0
Si -0.02 -0.011 -0.003
Si 0.003 0.004 0.001
Si 0 -0.006 -0.01
Si -0.004 -0.003 0.001
Si -0.013 0.001 -0.008
Si -0.01 -0.002 0
Si 0.003 0.006 -0.004
Si -0.005 0.011 -0.001
Si -0.001 0.013 -0.004
Si 0 -0.005 -0.007
Si 0.002 -0.002 -0.002
Si -0.007 -0.003 -0.002
Si 0.002 0 0
Si 0.007 -0.001 -0.004
Si -0.009 -0.011 0.001
Si 0 0.005 0.002
Si -0.008 0.003 0.001
Si -0.004 -0.004 -0.001
Si -0.004 0.004 -0.007
Si 0.005 -0.001 0.006
Si -0.001 -0.001 -0.003
Si -0.006 0.008 -0.002
Si 0.003 0.008 0
Si 0.004 0 0.005
Si 0.004 -0.014 -0.002
Si 0.001 -0.003 -0.002
Si 0.003 0.007 -0.005
Si 0.001 0.005 0.003
Si -0.01 -0.004 0.004
Si -0.006 -0.004 0.013
Si -0.001 -0.001 0.007
Si 0.001 -0.006 0.001
Si 0.001 -0.008 0
Si 0 0.001 0.008
Si 0.007 -0.002 0.001
Si -0.004 -0.008 0.001
Si 0.001 0.004 0.007
Si -0.002 0.008 -0.003
Si 0.005 -0.005 0.011
Si 0.01 0.019 0.003
Si -0.006 0 0
Si 0.007 -0.001 0.001
Si 0.003 0.005 -0.007
Si 0.005 0.016 0.003
Si -0.018 -0.014 0.003
Si -0.006 -0.007 0.003
Si 0.01 -0.001 -0.002
Si -0.006 0.007 0.004
Si -0.003 0.014 0.001
Si -0.007 -0.02 0.003
Si 0.001 0.006 0.002
Si 0.005 -0.011 0.001
Si 0.01 0.001 0.001
Si 0.004 0.012 0.004
Si -0.01 -0.005 -0.002
Si 0.006 -0.001 0.007
Si -0.003 0.012 0.002
Si 0.009 0.009 0.008
Si -0.002 -0.009 0.005
Si 0.001 -0.006 0.011
Si 0.015 0.001 0.002
Si 0.011 0.005 0.004
Si 0.018 0.005 -0.001
Si -0.005 0.001 0.005
Si 0.003 0.017 0
Si 0.013 0.007 0.002
Si -0.001 -0.005 0.001
Si -0.005 0.009 -0.004
Si -0.015 -0.008 0.006
Si -0.01 -0.004 -0.004
Si 0.004 0.005 0.005
Si 0.004 -0.012 0.003
Si 0.004 -0.004 -0.003
Si -0.002 0.017 0.006
Si 0.001 0.004 0
Si -0.005 -0.007 0.001
Si 0.011 0.004 0.002
Si -0.001 -0.013 0.002
Si 0.007 0.005 0.008
Si -0.007 -0.007 0.001
Si 0.003 0.008 0.002
Si 0.004 0.002 0.003
Si -0.002 -0.015 0.002
Si 0.007 -0.004 0
Si 0.003 -0.002 -0.001
Si 0.004 0.006 0.006
Si 0.002 -0.001 -0.002
Si -0.001 0 -0.006
Si -0.004 0.003 0.002
Si 0.001 0.002 -0.005
Si -0.002 -0.004 0.001
Si -0.01 -0.007 -0.009
Si 0.007 0.004 -0.011
Si 0.003 0.003 -0.009
Si 0.003 0.002 -0.004
Si -0.004 0.005 -0.008
Si 0.004 -0.001 -0.003
Si -0.006 -0.008 0.002
Si -0.009 -0.008 -0.007
Si 0.011 -0.009 -0.005
Si -0.004 -0.006 -0.007
Si -0.004 -0.003 -0.007
Si 0.002 0.005 -0.005
Si 0.002 -0.003 -0.007
Si 0.001 -0.007 -0.011
Si 0.005 0.002 0.002
Si 0.004 0.015 -0.011
Si 0.009 -0.009 0.005
Si -0.005 0.017 0.004
Si -0.009 0.006 0.012
Si 0.001 -0.006 0.008
Si 0.01 -0.009 0.001
Si 0.001 -0.012 0.003
Si -0.001 0.006 0.011
Si -0.001 -0.002 0.008
Si -0.005 -0.011 0.007
Si 0.004 -0.003 0.01
Si -0.013 0.002 0.002
Si 0.002 -0.008 0.007
Si 0.005 -0.006 0.003
Si 0.002 -0.004 0.003
Si 0.01 -0.011 0.002
Si -0.006 0.012 0.003
Si -0.005 -0.001 0.004
Si -0.004 0.01 0.001
Si 0.017 -0.005 -0.002
Si 0.003 -0.01 0.011
Si -0.023 0.012 -0.002
Si 0.002 -0.003 -0.002
Si 0.004 -0.004 -0.005
Si -0.005 -0.002 -0.001
Si -0.006 -0.002 0.012
Si -0.018 0.013 -0.001
Si 0.011 -0.003 -0.002
Si 0.01 -0.011 0.001
Si 0.002 -0.004 -0.002
Si 0.01 0.003 0.004
Si -0.015 0.021 -0.008
Si -0.001 0.002 0.009
Si -0.001 -0.016 -0.005
Si 0.024 -0.009 0.002
Si 0.01 0.001 -0.002
Si 0.002 -0.002 0.004
Si 0.011 -0.009 -0.004
Si -0.006 0.008 -0.002
Si 0.006 -0.002 0.006
Si -0.013 0.013 0.003
Si -0.01 -0.018 0.005
Si 0.007 -0.005 0
Si 0 0.009 0.01
Si 0.015 -0.02 -0.01
Si 0.004 -0.012 0
Si -0.008 0.01 -0.003
Si 0.006 0 -0.003
Si -0.01 0.006 0.007
Si -0.01 0.006 -0.002
Si 0.005 -0.009 0.001
Si 0.015 0.003 0.004
Si -0.005 -0.007 -0.001
Si -0.018 0 0.001
Si -0.005 0.007 0.006
Si -0.003 -0.004 0.002
Si -0.008 -0.005 0
Si 0.006 0.001 0.003
Si 0.009 -0.006 0.006
Si -0.009 -0.002 0.005
Si -0.013 0.011 -0.009
Si -0.001 0.014 0.002
Si -0.011 0 -0.003
Si -0.003 0.001 0.002
Si 0.008 0.003 0.004
Si -0.007 0.012 0
Si 0.012 -0.025 0.006
Si -0.002 0 0.002
Si -0.004 0.002 -0.001
Si 0.006 -0.002 0
Si 0 0.016 0.006
Si 0.013 -0.015 -0.012
Si -0.019 0.002 0.004
Si -0.009 0.002 -0.002
Si -0.01 -0.004 0
Si -0.012 0.004 0.002
Si 0.001 -0.007 0.004
Si 0.009 -0.003 0.013
Si 0.003 -0.014 -0.002
Si -0.015 0.016 -0.002
Si 0.001 -0.005 0.002
Si 0.013 -0.009 0
Si -0.002 0.007 0.007
Si -0.008 0.011 0.003
Si 0 0.009 0.004
Si 0.007 -0.011 0.002
Si 0.011 -0.005 0.003
Si -0.012 0.005 0.009
Si -0.006 0.013 0
Si 0.017 -0.003 0.004
Si -0.009 0.006 -0.003
Si -0.004 0.001 0.001
Si 0.008 -0.005 0.012
Si 0 0.004 -0.006
Si 0.003 -0.003 0.001
Si 0.002 0.002 0.009
Si -0.001 0.003 0.006
Si 0.018 -0.027 0.001
Si -0.007 0.008 0.015
Si -0.009 0.023 0.008
Si 0.003 -0.001 0.014
Si -0.002 0.008 0.006
Si 0.002 0.007 0.007
Si 0.004 0.008 0.014
Si 0.004 -0.004 0.013
Si 0.003 0.011 0.003
Si 0.009 -0.006 0.008
Si 0.003 -0.006 0.012
Si 0.006 -0.001 0.006
Si -0.012 -0.003 -0.002
Si -0.006 -0.007 0.008
Si 0.001 -0.008 -0.002
Si -0.018 -0.012 -0.012
Si -0.003 0.002 0.004
Si -0.004 0.002 0.008
Si -0.013 -0.003 0.004
Si -0.009 -0.004 -0.002
Si -0.006 -0.004 -0.004
Si -0.005 -0.002 -0.002
Si -0.006 -0.006 0.005
Si -0.002 0.004 0.002
Si 0.001 0.013 0
Si 0.001 0.007 0.003
Si -0.008 0.002 -0.002
Si -0.01 -0.007 0.005
Si -0.012 -0.001 0
Si 0.001 0.003 0
Si 0.002 -0.003 0.01
Si -0.016 0.006 0.005
Si 0.017 0 0.008
Si 0.006 0.001 0.006
Si -0.004 0.016 0.008
Si -0.001 0.007 0.006
Si 0 -0.002 0.005
Si 0.014 0.009 0.009
Si -0.01 0.01 0.005
Si -0.007 -0.001 0.002
Si -0.006 -0.002 -0.004
Si -0.009 0.004 0.006
Si 0.005 0.003 0.01
Si -0.02 -0.013 -0.001
Si 0.011 0.01 -0.004
Si -0.003 0.005 0.011
Si 0.005 -0.002 0.007
Si 0.001 -0.008 0.007
Si 0.004 0.01 0.011
Si 0.001 0.004 -0.005
Si -0.012 -0.001 0.005
Si 0.004 -0.013 0.002
Si -0.002 -0.005 -0.003
Si -0.008 -0.004 0.001
Si -0.003 -0.017 0.004
Si 0.01 0.013 0.002
Si -0.005 -0.001 0.006
Si 0.003 -0.006 0.003
Si -0.014 -0.002 0.008
Si -0.007 -0.004 0.012
Si 0.017 0.007 0.003
Si 0.005 -0.004 0.008
Si -0.008 -0.003 0.013
Si -0.009 0.009 -0.003
Si 0.001 0.001 0.006
Si -0.002 -0.01 0.004
Si 0.002 0.006 0.011
Si 0.003 0.007 -0.005
Si -0.002 0 0.012
Si -0.005 0.009 0.007
Si -0.002 0.003 0.007
Si 0.01 0.01 0.015
Si -0.008 -0.014 0.008
Si 0.008 0.005 0
Si -0.004 0.001 0.007
Si -0.003 0.004 0.007
Si -0.005 0.006 0.003
Si 0.003 0.004 0.002
Si 0 0.006 0.014
Si -0.007 -0.01 0.011
Si 0.014 0 0.002
Si -0.013 -0.007 0.012
Si 0.02 0.015 0.014
Si 0.004 0 0.007
Si -0.005 -0.008 0.002
Si 0.011 0.005 0.014
Si -0.003 0.013 0.003
Si 0.006 0.001 0.007
Si -0.009 -0.001 0.009
Si -0.001 0.007 0.008
Si 0.002 0.004 0.014
Si 0.001 0.001 0.004
Si 0.009 0.01 0.006
Si -0.009 0.003 0.005
Si 0.004 -0.001 0.007
Si 0.007 -0.008 0.01
Si 0.002 -0.008 0
Si 0.003 0.003 0.013
Si 0.012 0.013 0.003
Si 0.014 -0.003 0
Si -0.002 -0.002 0.013
Si 0.007 0 -0.005
Si 0.007 -0.007 0
Si 0.004 -0.007 0.008
Si 0.001 0.01 -0.004
Si -0.003 -0.004 0.005
Si -0.004 -0.006 -0.002
Si 0.002 0 0.004
Si 0.004 0.009 -0.004
Si -0.009 -0.007 0.001
Si -0.005 -0.008 0.006
Si 0 -0.012 0.006
Si 0.002 -0.004 -0.006
Si -0.002 -0.005 -0.006
Si 0.001 -0.004 -0.008
Si -0.012 -0.01 0
Si 0.003 -0.001 0.01
Si 0.002 -0.001 -0.006
Si 0.002 0.002 -0.004
Si 0.006 0.001 -0.005
O -0.141 0.197 0.419
O -0.172 0.332 0.46
O 0.316 0.159 0.145
O 0.171 -0.121 0.196
O 0.366 -0.006 -0.611
O 0.19 0.002 0.223
O 0.859 0.068 0.236
O -0.252 -0.42 0.075
O -0.413 -0.073 0.189
O -0.225 0.275 0.255
O -0.34 -0.206 -0.256
O 0.392 -0.213 0.269
O 0.116 -0.081 -0.061
O 0.545 0.291 0.286
O -0.241 -0.514 0.036
O -0.135 -0.01 0.401
O -0.434 0.148 0.428
O -0.122 0.597 0.268
O -0.014 0.205 0.237
O -0.047 -0.01 -0.41
O -0.27 -0.215 0.344
O -0.139 -0.287 0.317
O 0.084 0.544 0.107
O -0.222 0.19 0.634
O 0.119 0.041 0.493
O 0.023 -0.26 -0.271
O -0.061 0.197 0.229
O -0.079 -0.141 -0.022
O -0.271 -0.032 0.203
O 0.355 0.008 0.029
O -0.238 -0.045 0.458
O 0.311 -0.663 0.396
O 0.173 -0.137 0.51
O 0.594 0.359 0.223
O 0.591 0.221 0.408
O -0.305 0.236 0.022
O 0.193 0.544 -0.402
O -0.232 -0.411 -0.011
O -0.338 0.263 -0.04
O -0.104 -0.226 0.338
O 0.305 -0.083 0.114
O 0.271 -0.222 -0.028
O 0.141 -0.028 -0.189
O -0.034 0.025 0.05
O -0.135 0.401 -0.273
O 0.284 -0.177 0.125
O 0.126 -0.38 -0.17
O 0.093 -0.505 -0.245
O 0.277 0.276 -0.502
O -0.048 -0.161 0.565
O 0.183 0.21 0.729
O -0.16 0.509 -0.012
O -0.023 0.171 -0.063
O 0.128 0.058 -0.095
O 0.453 -0.003 -0.2
O -0.071 -0.161 0.004
O 0.223 -0.09 -0.106
O 0.274 -0.387 0.091
O 0.209 0.3 0.229
O -0.39 0.098 -0.214
O -0.555 0.028 -0.178
O 0.295 -0.004 0.043
O -0.351 0.049 0.282
O -0.218 0.026 -0.343
O 0.083 -0.478 -0.202
O -0.267 -0.153 -0.333
O -0.222 0.08 -0.325
O 0.094 0.462 0.47
O 0.738 -0.284 0.243
O -0.382 -0.357 -0.151
O -0.528 0.225 -0.185
O -0.066 0.072 -0.476
O 0.075 0.627 0.075
O -0.318 -0.258 -0.441
O -0.597 0.354 -0.111
O 0.096 0.046 0.121
O 0.076 -0.092 -0.087
O 0.29 0.278 0.369
O -0.22 0.528 -0.004
O -0.283 -0.396 0.195
O 0.793 0.305 -0.066
O -0.247 0.062 -0.166
O 0.265 0.375 -0.415
O 0 -0.512 0.051
O 0.454 -0.118 -0.089
O 0.178 0.07 -0.344
O -0.31 -0.007 -0.363
O -0.09 -0.052 -0.758
O -0.541 0.462 -0.065
O 0.059 0.268 0.396
O 0.518 -0.149 -0.387
O 0.032 0.498 -0.326
O 0.028 -0.164 -0.504
O -0.429 0.232 -0.304
O -0.007 -0.052 -0.414
O 0.477 0.13 -0.543
O 0.215 -0.304 -0.419
O -0.144 -0.309 -0.415
O -0.015 -0.115 -0.073
O 0.329 -0.059 -0.567
O -0.038 0.117 -0.229
O -0.21 0.263 -0.186
O -0.421 0.209 0.016
O 0.482 -0.408 -0.261
O 0.283 -0.009 -0.454
O 0.16 -0.604 -0.131
O -0.109 -0.022 0.022
O 0.405 -0.167 -0.108
O 0.327 -0.016 -0.627
O -0.106 0.066 -0.347
O -0.236 0.371 -0.189
O -0.343 0.016 -0.173
O 0.011 -0.399 0.364
O 0.161 0.39 0.535
O -0.211 -0.171 0.178
O 0.066 0.306 0.069
O -0.122 -0.199 -0.144
O 0.103 0.021 0.625
O -0.073 0.058 0.066
O 0.018 0.421 0.268
O 0.3 -0.218 0.324
O -0.364 0.094 0.307
O -0.633 0.635 0.069
O -0.522 -0.265 0.201
O 0.119 0.063 0.532
O 0.301 0.037 -0.034
O 0.121 -0.093 0.32
O -0.338 0.191 -0.228
O 0.104 -0.665 -0.073
O 0.049 0.311 -0.405
O -0.663 -0.142 0.266
O 0.206 0.527 0.109
O 0.32 -0.007 0.01
O 0.373 0.583 -0.014
O 0.382 -0.43 0.079
O 0.189 -0.168 0.283
O -0.287 0.239 0.248
O -0.353 0.007 -0.15
O 0.004 -0.276 0.539
O -0.012 -0.641 0.062
O 0.541 0.315 0.263
O 0.054 -0.25 0.11
O 0.375 -0.316 -0.251
O -0.272 0.298 -0.606
O -0.386 -0.185 0.152
O 0.446 0.31 -0.128
O -0.226 0.296 0.071
O -0.165 0.198 0.184
O -0.197 0.241 -0.068
O -0.211 0.199 -0.274
O 0.524 0.125 0.051
O -0.798 0.011 0.002
O 0.542 -0.064 0.503
O 0.519 0.266 0.06
O -0.048 0.559 -0.283
O -0.669 0.046 0.34
O -0.106 0.273 -0.434
O 0.076 -0.263 0.437
O 0.026 -0.322 0.33
O 0.587 -0.169 -0.106
O 0.294 -0.093 -0.271
O -0.096 -0.011 -0.546
